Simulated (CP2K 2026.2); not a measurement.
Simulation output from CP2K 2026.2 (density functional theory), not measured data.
Periodic cell of 2052 atoms, Si1404O648, from a study of silicon, its oxide and their interface. The atomic structure is a simulated model.
Doubt: the forces sum to 1.49 eV/angstrom along one axis rather than to zero, so they err by at least 0.0007 eV/angstrom per atom on average; the grid cutoff is modest.

Settings: functional PBE; method Gaussian and plane waves; basis set DZVP-MOLOPT-SR-GTH; pseudopotentials GTH-PBE; grid cutoff 400 Ry, relative cutoff 50 Ry; k points Gamma only; occupations fixed; spin none; net charge 0.

Cell vectors (angstrom)
a	16.407	0	0
b	0	65.628	0
c	0	0	34.4201

Atoms and the computed forces on them: element, x, y, z (angstrom), force x, y, z (eV/angstrom)
Si	0.479	-0.145	0.113	-0.034	0.067	-0.131
Si	2.856	2.489	0.295	-0.165	0.111	-0.121
Si	-0.722	5.891	0.34	-0.103	0.043	0.036
Si	2.184	8.357	0.187	0.001	0.046	0.181
Si	-0.041	10.535	0.385	-0.069	0.066	0.305
Si	2.66	13.526	0.666	0.12	-0.044	-0.687
Si	0.61	15.715	0.317	0.235	0.195	0.156
Si	2.982	18.632	0.16	-0.1	0.06	-0.299
Si	-0.385	22.069	0.182	0.012	-0.019	-0.191
Si	2.271	24.787	0.254	-0.046	-0.09	-0.361
Si	-0.109	26.98	0.459	-0.145	0.065	-0.134
Si	2.6	29.871	0.06	-0.065	-0.034	-0.066
Si	-0.27	33.144	0.292	0.047	-0.144	-0.017
Si	2.748	35.441	0.38	0.023	0.001	-0.078
Si	0.469	37.543	-0.014	0.372	-0.219	0.3
Si	2.466	41.197	0.001	-0.168	0.009	-0.006
Si	0.411	43.544	0.109	-0.098	-0.165	0.034
Si	3.018	46.205	-0.465	-0.118	-0.056	-0.189
Si	-0.313	49.514	-0.373	0.053	0.06	-0.072
Si	2.636	52.42	0.02	-0.101	0.164	-0.093
Si	0.247	54.447	0.12	-0.141	0.034	-0.114
Si	2.719	57.398	0.159	0.128	0.094	0
Si	-0.062	60.574	0.096	-0.12	-0.051	0.173
Si	2.519	63.141	0.222	-0.057	0.004	0.012
Si	5.165	0.443	0.12	-0.027	0.074	-0.026
Si	8.54	2.677	0.16	-0.152	0.021	0.053
Si	5.344	5.365	-0.09	0.049	0.165	0.034
Si	8.613	7.715	-0.131	0.204	-0.07	0.03
Si	4.681	11.268	0.35	-0.175	0.16	-0.179
Si	8.269	13.341	-0.013	-0.341	-0.002	0.029
Si	5.15	16.363	0.339	0.136	-0.235	-0.326
Si	8.103	19.036	0.655	-0.008	0.083	-0.497
Si	5.916	21.244	0.069	0.131	-0.14	-0.126
Si	8.523	24.489	-0.096	-0.086	0.192	-0.049
Si	5.037	27.783	-0.076	0.155	-0.054	-0.007
Si	8.506	29.989	0.298	0.044	-0.133	-0.329
Si	4.905	33.192	-0.136	-0.156	0.14	0.053
Si	7.915	36.004	0.135	0.032	-0.077	-0.136
Si	5.565	38.022	0.09	-0.058	0.019	-0.007
Si	8.451	40.839	0.079	0.085	-0.017	-0.301
Si	5.189	43.963	-0.039	0.202	-0.199	0.094
Si	8.45	46.054	-0.108	0.118	-0.062	0.049
Si	5.976	49.131	-0.515	-0.162	0.402	0.243
Si	8.189	52.319	-0.033	-0.037	0.108	0.15
Si	5.981	54.625	-0.091	-0.12	0.006	0.459
Si	8.268	57.646	0.301	-0.086	0.013	-0.096
Si	6.016	59.825	0.012	0.262	-0.422	-0.093
Si	8.583	63.135	-0.029	-0.173	0.091	0.398
Si	10.843	0.537	0.047	0.168	0.024	0.18
Si	12.976	3.302	0.139	0.083	0.085	0.013
Si	10.841	5.537	0.442	0.004	0.049	-0.207
Si	13.658	8.1	0.624	0.041	-0.176	-0.131
Si	11.657	10.363	0.031	0.301	-0.464	0.385
Si	14.311	13.854	-0.261	-0.049	0.164	0.638
Si	10.254	16.834	-0.154	-0.148	0.052	-0.156
Si	13.492	18.931	0.118	-0.003	-0.313	0.117
Si	10.531	21.928	-0.012	-0.03	0.042	0.287
Si	13.785	24.279	0.114	-0.068	0.047	-0.085
Si	10.537	27.709	0.473	-0.109	0.047	-0.378
Si	13.471	30.24	0.407	0.067	-0.014	-0.459
Si	11.193	32.294	0.4	-0.043	0.166	-0.418
Si	13.751	35.118	0.021	-0.072	-0.002	-0.128
Si	10.666	38.671	0.274	0.011	-0.038	-0.231
Si	13.817	40.847	0.287	0.044	0.086	-0.149
Si	10.804	43.901	0.136	0.089	0.042	-0.089
Si	13.478	46.909	-0.109	-0.101	-0.067	0.253
Si	11.391	49.255	-0.178	-0.103	-0.143	0.294
Si	14.089	51.944	0.05	-0.096	0.321	-0.04
Si	10.623	55.6	-0.202	0.106	0.016	0.07
Si	13.48	57.724	0.117	-0.05	-0.201	-0.034
Si	11.28	60.065	0.014	0.101	-0.073	0.229
Si	14.043	62.746	0.22	-0.087	0.022	-0.123
Si	1.42	1.32	1.689	-0.081	0.046	-0.183
Si	4.108	4.086	1.467	-0.085	-0.046	-0.098
Si	1.124	6.788	1.563	0.021	0.087	-0.262
Si	3.828	9.468	1.606	-0.028	0.092	-0.117
Si	1.153	12.151	1.75	-0.084	-0.282	-0.354
Si	4.062	14.925	1.844	0.071	0.145	-0.253
Si	1.435	17.567	1.561	-0.03	-0.121	-0.315
Si	4.108	20.348	1.372	0.071	-0.026	-0.089
Si	1.237	23.114	1.531	-0.026	0.066	-0.075
Si	4.071	25.971	1.276	-0.094	0.19	-0.14
Si	1.172	28.695	1.521	-0.046	-0.067	-0.19
Si	3.888	31.524	1.299	-0.006	-0.117	-0.16
Si	1.271	34.208	1.708	-0.049	-0.069	-0.303
Si	4.138	36.88	1.591	0.036	0.032	-0.35
Si	1.358	39.492	1.274	0.016	0.03	-0.244
Si	4.04	42.403	1.346	0.037	0.093	-0.295
Si	1.563	45.225	1.248	-0.035	-0.085	-0.125
Si	4.33	47.826	0.861	0.051	-0.042	-0.075
Si	1.454	50.605	1.055	-0.087	0.026	-0.248
Si	4.242	53.516	1.326	0.184	0.184	-0.33
Si	1.36	56.076	1.471	0.011	-0.174	-0.204
Si	4.214	58.855	1.337	0.029	-0.039	-0.1
Si	1.366	61.654	1.607	0.132	0.047	-0.315
Si	4.14	64.371	1.449	-0.097	-0.033	-0.225
Si	6.832	1.527	1.423	0.096	-0.032	-0.321
Si	9.522	4.126	1.721	0.033	-0.122	-0.281
Si	6.83	6.762	1.24	0.082	-0.052	-0.076
Si	9.69	9.432	1.27	0.196	-0.032	-0.198
Si	6.65	12.236	1.361	-0.048	0.028	-0.099
Si	9.471	14.969	1.236	0.094	0.162	-0.022
Si	6.741	17.522	1.683	-0.342	-0.111	-0.066
Si	9.547	20.489	1.65	0.192	0.23	-0.142
Si	6.834	23.201	1.183	0.131	-0.127	-0.153
Si	9.38	25.995	1.56	0.133	-0.047	-0.162
Si	6.702	28.801	1.34	0.036	-0.002	-0.177
Si	9.621	31.323	1.82	0.038	0.056	-0.223
Si	6.738	34.197	1.229	-0.097	0.081	-0.119
Si	9.495	37.036	1.536	0.02	0.096	-0.149
Si	6.792	39.681	1.357	0.032	-0.155	-0.327
Si	9.592	42.375	1.467	0.026	0.037	-0.274
Si	6.829	45.09	1.32	-0.123	-0.069	-0.244
Si	9.613	47.961	1.027	0.22	-0.109	-0.325
Si	6.965	50.646	1.133	-0.022	0.06	-0.166
Si	9.76	53.608	1.156	-0.194	0.192	-0.292
Si	6.935	56.151	1.489	-0.152	-0.096	-0.358
Si	9.701	59.006	1.511	0.15	0.047	-0.348
Si	7.073	61.609	1.237	0.035	0.117	-0.139
Si	9.709	64.525	1.439	0.001	-0.024	-0.285
Si	12.213	1.615	1.611	-0.075	-0.058	-0.415
Si	14.731	4.159	1.573	-0.023	0.157	-0.257
Si	12.217	6.776	1.849	0.027	0.053	-0.322
Si	15.003	9.457	1.916	0.12	-0.006	-0.431
Si	12.623	12.304	1.166	-0.174	-0.19	-0.425
Si	15.225	14.843	1.648	0.165	0.189	-0.292
Si	12.107	17.578	1.391	-0.081	0.023	-0.108
Si	14.883	20.386	1.408	0.013	0.067	-0.131
Si	12.194	23.06	1.379	-0.089	0.017	-0.261
Si	14.802	25.759	1.699	0.01	0.011	-0.259
Si	12.228	28.73	1.711	0.008	0.063	-0.195
Si	15.001	31.497	1.632	0.107	0.192	-0.383
Si	12.256	34.095	1.515	-0.059	-0.157	-0.175
Si	15.023	36.761	1.336	-0.001	-0.084	-0.177
Si	12.271	39.72	1.623	-0.013	-0.061	-0.138
Si	15.136	42.439	1.413	0.037	0.012	-0.224
Si	12.396	45.224	1.289	0.056	0.07	-0.251
Si	15.096	48.024	1.21	-0.168	-0.126	-0.141
Si	12.465	50.731	1.319	0.094	-0.064	-0.264
Si	15.188	53.341	1.562	-0.064	0	-0.242
Si	12.284	56.211	1.446	-0.008	0.121	-0.234
Si	15.166	58.86	1.327	-0.029	0.244	-0.283
Si	12.383	61.628	1.45	0.005	-0.118	-0.238
Si	15.127	64.446	1.395	0.218	-0.087	-0.111
Si	-0.095	2.767	2.82	-0.057	0.08	-0.122
Si	2.8	-0.005	2.985	0.161	-0.131	0.153
Si	-0.025	8.096	3.146	0.14	-0.081	0.166
Si	2.668	5.438	2.799	0.006	0.165	-0.038
Si	-0.048	13.526	3.151	-0.016	0.046	0.188
Si	2.586	10.818	3.068	-0.157	-0.29	0.153
Si	-0.064	19.023	2.751	0.068	-0.08	-0.033
Si	2.71	16.33	3.086	-0.037	0.155	0.329
Si	-0.087	24.474	2.94	0.013	-0.002	0.419
Si	2.714	21.738	2.749	0.022	-0.076	0.019
Si	-0.078	30.078	2.929	0.064	-0.04	0.053
Si	2.681	27.304	2.755	-0.046	-0.06	0.289
Si	-0.098	35.583	2.955	-0.142	0.093	0.104
Si	2.644	32.755	2.886	-0.019	-0.09	0.097
Si	0.031	40.955	2.729	0.052	-0.158	-0.062
Si	2.754	38.329	2.803	-0.063	0.092	0.054
Si	0.098	46.598	2.532	-0.08	0	0.014
Si	2.786	43.843	2.725	0.074	0.02	0.164
Si	0.171	51.901	2.726	0.079	-0.165	0.073
Si	2.891	49.21	2.377	0.021	0.126	-0.136
Si	0.017	57.476	2.765	-0.02	0.096	0.059
Si	2.838	54.774	2.773	0.103	-0.054	0.074
Si	-0.009	63.039	2.892	-0.092	0.042	0.18
Si	2.84	60.221	2.758	-0.008	-0.049	0.021
Si	5.482	2.799	2.883	-0.022	-0.05	0.088
Si	8.193	0.104	2.805	-0.003	0.095	-0.039
Si	5.457	8.15	2.724	-0.001	-0.018	-0.056
Si	8.064	5.499	2.881	-0.148	0.082	0.091
Si	5.505	13.546	2.987	0.207	-0.052	0.154
Si	8.17	10.825	2.617	0.115	-0.025	0.023
Si	5.392	19.031	2.907	-0.181	-0.13	0.186
Si	8.198	16.189	2.885	0.072	-0.079	0.074
Si	5.423	24.534	2.629	-0.002	0.007	-0.088
Si	8.121	21.921	2.826	0.04	0.11	0.091
Si	5.36	30.18	2.717	-0.099	0.062	-0.02
Si	7.967	27.338	2.826	-0.131	0.058	0.058
Si	5.5	35.493	2.854	0.147	-0.115	0.026
Si	8.118	32.858	2.757	-0.122	0.133	-0.034
Si	5.45	41.071	2.709	-0.006	0.054	0.029
Si	8.142	38.388	2.872	-0.018	0.108	0.052
Si	5.515	46.582	2.564	-0.026	-0.079	0
Si	8.174	43.758	2.73	0.031	0.018	0.185
Si	5.548	51.975	2.582	-0.055	0.014	-0.018
Si	8.302	49.298	2.518	0.057	-0.065	0.076
Si	5.492	57.484	2.794	-0.07	-0.079	0.063
Si	8.343	54.751	2.73	0.018	-0.022	0.125
Si	5.579	62.919	2.672	0.014	-0.015	-0.138
Si	8.311	60.342	2.814	-0.052	0.014	0.065
Si	10.867	2.789	3.077	-0.092	-0.008	0.196
Si	13.709	0.152	2.779	-0.046	-0.024	-0.086
Si	10.834	8.217	2.981	-0.193	0.145	0.08
Si	13.557	5.404	3.142	-0.044	-0.127	0.204
Si	11.012	13.6	2.564	0.016	-0.022	-0.13
Si	13.653	11.011	2.939	-0.016	0.239	0.105
Si	10.923	19.028	2.871	0.078	-0.015	0.122
Si	13.627	16.262	2.765	-0.044	0.042	-0.131
Si	10.871	24.566	2.793	0.042	-0.067	-0.113
Si	13.557	21.729	2.837	-0.045	0.104	0.053
Si	10.931	30.012	3.159	0.085	-0.044	0.274
Si	13.541	27.261	2.966	0.037	-0.046	0.135
Si	10.879	35.556	2.784	0.013	0.031	-0.004
Si	13.617	32.829	2.983	-0.026	0.041	0.115
Si	10.958	41.129	2.907	0.026	0.111	0.166
Si	13.684	38.221	2.754	0.158	-0.076	0.016
Si	10.958	46.618	2.596	-0.094	-0.123	-0.097
Si	13.773	43.881	2.698	-0.119	0	-0.104
Si	11.04	52.132	2.585	-0.08	0.014	-0.075
Si	13.778	49.326	2.697	0.082	0.121	0.103
Si	10.988	57.543	2.861	0.061	0.122	0.199
Si	13.692	54.748	2.739	-0.065	0.066	-0.084
Si	11.014	63.049	2.773	0.031	-0.102	-0.026
Si	13.75	60.208	2.793	0.002	-0.078	-0.047
Si	1.316	4.095	4.202	0.016	0.023	0.024
Si	4.156	1.41	4.275	-0.068	-0.079	-0.074
Si	1.311	9.471	4.49	0.051	0.137	-0.127
Si	4.076	6.81	4.168	0.019	-0.037	-0.085
Si	1.345	14.942	4.405	-0.031	0.088	-0.049
Si	4.066	12.207	4.311	0.022	-0.069	-0.042
Si	1.329	20.387	4.144	0.01	-0.008	0.01
Si	4.084	17.718	4.377	-0.006	0.044	-0.133
Si	1.335	25.913	4.207	0.007	0.078	-0.205
Si	4.072	23.169	4.076	-0.019	0.031	0.045
Si	1.313	31.403	4.28	0.06	0.042	0.018
Si	4.051	28.719	4.13	-0.104	-0.076	-0.204
Si	1.361	36.978	4.192	-0.135	0.1	-0.018
Si	4.062	34.155	4.195	0.079	0.008	-0.037
Si	1.395	42.425	4.064	-0.043	0.016	-0.086
Si	4.112	39.729	4.136	-0.066	-0.072	-0.009
Si	1.489	47.949	3.905	0.01	-0.094	-0.042
Si	4.176	45.236	4.038	-0.01	-0.109	-0.034
Si	1.484	53.334	4.092	0.005	-0.048	-0.047
Si	4.141	50.599	3.915	0.117	0.009	-0.02
Si	1.427	58.839	4.107	0.071	-0.05	0.028
Si	4.157	56.118	4.183	-0.058	0.101	-0.031
Si	1.397	64.285	4.309	-0.008	0.018	-0.127
Si	4.196	61.591	4.112	0.004	-0.063	0.033
Si	6.793	4.126	4.308	-0.043	0.093	-0.086
Si	9.493	1.371	4.319	0.054	0.073	-0.088
Si	6.829	9.514	4.126	0.032	0.003	-0.043
Si	9.46	6.822	4.292	0.046	0.093	-0.098
Si	6.859	14.914	4.33	0.028	-0.108	-0.013
Si	9.585	12.229	4.019	-0.108	0.013	-0.181
Si	6.793	20.463	4.192	-0.048	0.061	-0.093
Si	9.517	17.665	4.206	0.112	-0.03	-0.017
Si	6.692	25.879	4.146	0.04	0.13	0.077
Si	9.519	23.228	4.211	-0.085	-0.063	-0.085
Si	6.758	31.483	4.14	-0.061	-0.022	-0.02
Si	9.419	28.61	4.27	0.082	-0.022	-0.017
Si	6.817	36.945	4.209	0.022	-0.03	-0.063
Si	9.5	34.21	4.153	-0.025	0.005	0.019
Si	6.811	42.426	4.114	0.041	0.033	-0.032
Si	9.554	39.748	4.213	-0.061	-0.061	-0.028
Si	6.91	47.946	3.939	-0.075	0.092	-0.017
Si	9.585	45.212	4.013	0.046	0.094	-0.146
Si	6.912	53.333	4.025	0.099	-0.001	-0.118
Si	9.647	50.691	3.925	-0.051	0.007	0.004
Si	6.909	58.875	4.114	-0.074	0.103	-0.055
Si	9.612	56.135	4.176	0.051	-0.083	-0.12
Si	6.861	64.287	4.134	0.076	-0.041	-0.016
Si	9.667	61.679	4.185	-0.115	-0.037	-0.006
Si	12.208	4.08	4.482	0.126	0.021	-0.087
Si	15.03	1.417	4.249	-0.013	0.044	0.005
Si	12.257	9.602	4.272	-0.152	0.014	-0.049
Si	14.967	6.771	4.44	0.089	-0.074	-0.048
Si	12.262	14.911	4.147	0.077	0.028	-0.082
Si	14.962	12.219	4.46	0.023	0.038	-0.103
Si	12.252	20.391	4.263	0.039	-0.048	-0.024
Si	14.98	17.67	4.156	-0.047	0.062	-0.003
Si	12.191	25.875	4.271	-0.018	0.032	-0.002
Si	14.934	23.095	4.253	0.11	0.004	-0.121
Si	12.297	31.453	4.39	-0.036	0.014	-0.081
Si	14.974	28.655	4.247	0.004	0.005	0.025
Si	12.285	36.906	4.147	0.061	0.002	0.016
Si	14.991	34.198	4.327	-0.001	-0.027	-0.095
Si	12.384	42.544	4.119	-0.065	-0.022	0.068
Si	15.042	39.635	4.128	-0.01	0.122	-0.077
Si	12.35	47.949	4.019	-0.053	-0.031	-0.1
Si	15.144	45.263	4.002	0.034	-0.035	0.081
Si	12.352	53.38	4.095	0.036	0.017	0.062
Si	15.142	50.631	4.115	0.044	-0.028	-0.091
Si	12.384	58.871	4.217	-0.009	-0.027	-0.174
Si	15.049	56.115	4.118	-0.011	0.03	0.062
Si	12.379	64.362	4.163	-0.101	-0.007	0.027
Si	15.059	61.593	4.211	-0.027	0.026	-0.144
Si	0.001	0.042	5.609	0.048	-0.007	0.022
Si	2.716	2.753	5.592	-0.008	-0.049	-0.037
Si	0.006	5.412	5.691	-0.032	0.012	-0.018
Si	2.777	8.112	5.687	-0.003	0.064	-0.007
Si	-0.054	10.869	5.775	-0.035	-0.104	0.08
Si	2.741	13.583	5.708	0.016	0.025	0.032
Si	-0.074	16.357	5.631	0.003	-0.058	0.015
Si	2.669	19.097	5.635	-0.01	-0.069	-0.003
Si	-0.029	21.75	5.56	-0.068	-0.011	-0.002
Si	2.721	24.519	5.52	-0.042	0.029	-0.036
Si	-0.037	27.285	5.58	0.061	-0.02	-0.035
Si	2.704	30.03	5.581	0.006	-0.005	-0.054
Si	-0.025	32.809	5.623	-0.041	-0.013	-0.009
Si	2.717	35.578	5.535	-0.016	-0.034	-0.026
Si	0	38.341	5.55	0.049	0.005	-0.022
Si	2.75	41.107	5.491	0.057	0.046	-0.051
Si	0.038	43.845	5.406	-0.018	-0.037	-0.024
Si	2.779	46.589	5.383	-0.01	-0.037	-0.056
Si	0.118	49.243	5.406	-0.044	0.065	-0.043
Si	2.831	51.94	5.417	-0.031	0.059	-0.039
Si	0.047	54.707	5.439	-0.022	-0.035	-0.06
Si	2.754	57.467	5.52	0.035	0.001	-0.029
Si	0.05	60.185	5.512	0.016	0.08	-0.031
Si	2.799	62.881	5.558	-0.024	0.013	0.017
Si	5.507	-0.007	5.578	0.001	0.049	-0.03
Si	8.161	2.755	5.666	-0.007	-0.025	-0.013
Si	5.407	5.485	5.628	-0.015	-0.06	-0.047
Si	8.13	8.207	5.628	-0.028	-0.048	-0.025
Si	5.487	10.84	5.602	-0.035	-0.005	-0.039
Si	8.27	13.531	5.574	-0.019	0.069	-0.012
Si	5.484	16.321	5.658	-0.006	0.046	0.003
Si	8.166	19.074	5.559	-0.022	-0.013	-0.029
Si	5.412	21.834	5.536	0.008	-0.052	-0.039
Si	8.121	24.577	5.552	0.075	0.052	-0.06
Si	5.385	27.305	5.514	-0.061	-0.037	-0.039
Si	8.097	30.076	5.546	-0.014	0.042	-0.009
Si	5.427	32.814	5.569	-0.002	0.006	-0.056
Si	8.194	35.59	5.559	0.017	0.045	-0.026
Si	5.444	38.344	5.526	0.012	0.006	-0.034
Si	8.181	41.116	5.533	0.001	-0.003	-0.007
Si	5.488	43.855	5.451	0.016	0.024	-0.025
Si	8.226	46.585	5.384	0.01	-0.074	-0.056
Si	5.517	49.278	5.346	0.013	-0.018	-0.083
Si	8.272	51.975	5.399	-0.044	0.028	-0.052
Si	5.549	54.695	5.452	-0.052	-0.016	-0.048
Si	8.227	57.489	5.515	0.014	-0.038	0.002
Si	5.517	60.2	5.507	0.023	-0.008	-0.039
Si	8.23	62.956	5.552	0.036	0.01	-0.058
Si	10.949	0.008	5.589	-0.001	-0.003	-0.032
Si	13.667	2.709	5.697	-0.051	-0.005	0.017
Si	10.834	5.501	5.708	-0.045	-0.06	0.064
Si	13.597	8.216	5.68	0.062	0.023	-0.002
Si	10.864	10.947	5.586	0.081	-0.038	-0.013
Si	13.58	13.645	5.674	-0.028	-0.053	0.017
Si	10.918	16.302	5.555	0.018	0.045	-0.032
Si	13.654	19.033	5.591	0.021	0.047	-0.03
Si	10.872	21.808	5.57	-0.005	0.001	-0.048
Si	13.599	24.513	5.603	0.015	-0.007	-0.029
Si	10.83	27.265	5.61	-0.099	-0.116	0.061
Si	13.659	30.029	5.655	-0.012	0.034	0.048
Si	10.85	32.856	5.591	0.026	-0.023	-0.002
Si	13.611	35.593	5.607	-0.015	-0.024	-0.04
Si	10.942	38.333	5.507	-0.014	0.004	-0.034
Si	13.702	41.096	5.459	0.009	-0.047	-0.033
Si	10.961	43.887	5.44	0.02	0.019	-0.025
Si	13.73	46.58	5.393	-0.01	0.034	-0.065
Si	10.973	49.325	5.373	0.099	0.017	-0.055
Si	13.73	52.001	5.45	0.039	0.02	-0.021
Si	10.986	54.727	5.494	-0.014	0.064	-0.014
Si	13.72	57.455	5.547	-0.035	0.019	-0.028
Si	10.98	60.24	5.539	0.067	0.022	0.002
Si	13.679	62.951	5.568	0.055	-0.028	-0.057
Si	1.373	1.384	6.978	-0.026	0.011	-0.04
Si	4.073	4.095	6.992	-0.036	0.058	-0.019
Si	1.384	6.774	7.044	0.014	-0.043	-0.01
Si	4.133	9.506	7.025	0.005	-0.031	-0.026
Si	1.353	12.244	7.07	0.015	-0.004	0.017
Si	4.115	14.971	7.03	-0.013	-0.034	0.03
Si	1.317	17.712	6.994	-0.012	0.055	-0.013
Si	4.067	20.474	6.952	-0.047	0.045	-0.001
Si	1.345	23.154	6.907	0.017	0.007	-0.034
Si	4.056	25.916	6.9	-0.03	0.049	0.014
Si	1.336	28.66	6.938	-0.019	-0.013	-0.001
Si	4.066	31.428	6.919	0.003	-0.014	0.006
Si	1.354	34.215	6.92	-0.003	0.001	-0.005
Si	4.081	36.971	6.886	-0.021	0.027	-0.012
Si	1.375	39.747	6.866	-0.065	-0.01	0.002
Si	4.116	42.5	6.837	-0.031	-0.008	0.001
Si	1.406	45.221	6.777	0.019	-0.031	-0.018
Si	4.152	47.937	6.769	0.001	0.003	-0.016
Si	1.436	50.619	6.806	0.012	-0.003	0.03
Si	4.161	53.329	6.811	0.063	-0.038	0.013
Si	1.384	56.069	6.852	0.015	0.022	-0.013
Si	4.133	58.827	6.874	-0.027	0.005	-0.021
Si	1.405	61.529	6.909	0.037	-0.066	-0.018
Si	4.129	64.261	6.934	0.002	-0.011	-0.009
Si	6.822	1.353	6.992	0.019	-0.011	0.027
Si	9.518	4.095	7.049	0.016	0.052	0.021
Si	6.79	6.827	7.003	-0.004	0.05	-0.004
Si	9.529	9.56	6.979	-0.003	0.004	-0.023
Si	6.864	12.215	6.967	0.014	-0.042	-0.013
Si	9.574	14.948	6.961	0.028	-0.025	-0.002
Si	6.834	17.722	6.98	-0.016	-0.001	0.04
Si	9.527	20.436	6.939	0.001	-0.004	0.018
Si	6.784	23.186	6.917	-0.01	-0.011	0.011
Si	9.479	25.904	6.963	0.028	0.055	0.017
Si	6.753	28.672	6.899	0.019	-0.005	-0.02
Si	9.492	31.438	6.914	0.008	0.021	-0.038
Si	6.811	34.207	6.898	-0.019	0.002	-0.004
Si	9.569	36.981	6.892	0.021	-0.039	-0.018
Si	6.815	39.733	6.878	0.028	-0.027	0.011
Si	9.586	42.516	6.827	-0.019	0.005	0.004
Si	6.871	45.228	6.796	0.011	-0.034	0.014
Si	9.603	47.951	6.757	-0.04	0.002	0
Si	6.873	50.624	6.764	0.01	0.019	0.006
Si	9.603	53.339	6.822	0.015	0.002	-0.002
Si	6.868	56.077	6.854	0.009	0.02	0
Si	9.604	58.843	6.883	-0.025	-0.012	-0.008
Si	6.868	61.554	6.896	-0.022	-0.018	-0.008
Si	9.585	64.277	6.956	0.01	-0.009	-0.007
Si	12.286	1.34	7.011	0.044	0.007	-0.013
Si	15.039	4.067	7.049	0.055	-0.015	-0.007
Si	12.246	6.841	7.039	-0.053	0.049	0.01
Si	14.98	9.511	7.09	0.007	0.043	0.039
Si	12.228	12.263	7.015	-0.015	0.05	-0.005
Si	14.983	14.995	7.016	-0.01	0.073	-0.021
Si	12.276	17.674	6.952	0.017	-0.023	-0.038
Si	15.02	20.404	6.96	0.063	-0.043	-0.013
Si	12.241	23.151	6.961	0.004	0.018	0.005
Si	14.996	25.901	6.933	-0.002	0.022	-0.016
Si	12.237	28.647	6.946	0.004	0.059	-0.028
Si	15.02	31.432	6.979	0.037	-0.047	0.006
Si	12.241	34.215	6.947	-0.019	0.056	0
Si	15.018	36.983	6.908	0.007	-0.001	-0.004
Si	12.311	39.743	6.839	-0.003	0.007	-0.033
Si	15.069	42.491	6.804	0.005	-0.001	-0.022
Si	12.346	45.243	6.793	-0.029	-0.023	0.017
Si	15.102	47.924	6.782	0.031	-0.054	0.021
Si	12.342	50.64	6.802	-0.016	-0.014	0.003
Si	15.085	53.359	6.836	-0.016	0.017	-0.016
Si	12.338	56.08	6.887	0.022	-0.016	0.003
Si	15.088	58.822	6.895	-0.006	-0.043	-0.002
Si	12.326	61.574	6.935	-0.066	0.004	0.01
Si	15.047	64.286	6.952	-0.016	-0.018	-0.009
Si	0.012	2.707	8.385	-0.02	0.013	0.027
Si	2.746	-0.01	8.303	-0.007	0.001	0.01
Si	-0.006	8.144	8.392	-0.016	0.004	-0.001
Si	2.74	5.423	8.41	-0.013	-0.023	0.019
Si	-0.035	13.633	8.383	0.025	-0.007	0.001
Si	2.748	10.869	8.388	-0.002	0.013	-0.004
Si	-0.029	19.074	8.367	-0.002	-0.019	0.03
Si	2.716	16.352	8.353	-0.011	-0.018	-0.005
Si	-0.023	24.532	8.281	-0.007	0.01	0.003
Si	2.706	21.826	8.327	0.019	-0.014	0.022
Si	-0.015	30.047	8.303	0.002	0.048	0.008
Si	2.702	27.283	8.284	-0.046	-0.023	0
Si	-0.02	35.603	8.257	-0.016	-0.016	-0.016
Si	2.712	32.824	8.266	0.005	0.023	-0.008
Si	0.008	41.136	8.205	0.037	0.025	-0.003
Si	2.729	38.369	8.233	0.006	-0.026	-0.012
Si	0.033	46.558	8.175	-0.044	-0.017	-0.001
Si	2.75	43.871	8.194	0.013	-0.012	0
Si	0.042	51.973	8.191	-0.01	0.019	0.003
Si	2.786	49.264	8.189	0.008	0.014	0.007
Si	0.02	57.421	8.249	0.003	0.014	0.013
Si	2.761	54.683	8.195	-0.045	0.016	-0.011
Si	0.019	62.892	8.276	0.009	0.033	0.005
Si	2.755	60.155	8.268	-0.003	0.005	0.02
Si	5.446	2.717	8.345	-0.03	-0.043	-0.005
Si	8.21	-0.007	8.334	0.041	0.056	-0.005
Si	5.471	8.162	8.419	-0.009	-0.014	0.031
Si	8.154	5.465	8.386	-0.006	-0.046	0.014
Si	5.502	13.593	8.354	-0.015	0.04	-0.001
Si	8.196	10.889	8.393	-0.014	-0.019	0.007
Si	5.447	19.1	8.323	-0.009	-0.025	-0.007
Si	8.21	16.339	8.326	-0.009	0.034	0
Si	5.43	24.562	8.285	0.024	0.024	0
Si	8.16	21.818	8.295	-0.008	-0.027	-0.012
Si	5.419	30.051	8.277	-0.037	-0.005	-0.008
Si	8.127	27.312	8.282	0.059	0.012	0.005
Si	5.456	35.602	8.243	0.013	-0.01	-0.013
Si	8.156	32.831	8.272	-0.002	-0.011	-0.005
Si	5.466	41.132	8.224	0.005	-0.007	-0.013
Si	8.199	38.371	8.23	-0.001	0.006	-0.005
Si	5.498	46.579	8.175	-0.014	-0.025	-0.001
Si	8.225	43.879	8.199	0.026	0.017	0.001
Si	5.518	51.968	8.183	-0.01	0.054	-0.012
Si	8.231	49.275	8.165	-0.009	-0.001	-0.003
Si	5.479	57.426	8.229	-0.012	-0.001	0.008
Si	8.234	54.698	8.21	0.006	0.017	0.002
Si	5.49	62.887	8.287	0.016	0.005	-0.005
Si	8.219	60.174	8.266	0.012	0.002	0.01
Si	10.92	2.718	8.364	0.014	0.015	0.003
Si	13.673	-0.018	8.348	-0.048	-0.021	0.016
Si	10.888	8.208	8.387	0.046	-0.023	-0.004
Si	13.649	5.456	8.368	0.029	0.011	-0.021
Si	10.909	13.627	8.397	0.019	-0.006	0.023
Si	13.612	10.91	8.397	0.004	-0.058	0.016
Si	10.911	19.068	8.303	-0.002	0.001	-0.001
Si	13.633	16.356	8.38	0.023	-0.022	0.027
Si	10.877	24.539	8.307	-0.023	-0.032	0.008
Si	13.642	21.79	8.304	0.004	0.014	0.007
Si	10.875	30.06	8.271	0.009	-0.009	0.001
Si	13.627	27.282	8.294	-0.003	-0.018	0.01
Si	10.905	35.617	8.283	0.02	-0.009	0.009
Si	13.63	32.833	8.284	-0.023	-0.043	-0.014
Si	10.943	41.132	8.189	-0.02	-0.031	0.002
Si	13.658	38.384	8.234	0.018	0.007	-0.002
Si	10.966	46.599	8.164	0.049	0.005	-0.011
Si	13.693	43.859	8.168	-0.026	-0.039	-0.01
Si	10.97	51.979	8.199	0.008	0.027	0.013
Si	13.715	49.274	8.173	0.013	0.038	-0.004
Si	10.958	57.448	8.244	0.006	0.001	-0.001
Si	13.705	54.698	8.233	0.004	0.035	0.022
Si	10.941	62.901	8.315	-0.011	-0.024	0.011
Si	13.698	60.175	8.266	0.031	0.029	-0.005
Si	1.374	4.056	9.759	0.005	0.016	0.007
Si	4.091	1.339	9.701	0	0.028	0
Si	1.369	9.511	9.749	-0.003	-0.014	0.005
Si	4.11	6.783	9.773	-0.021	0.014	-0.011
Si	1.356	14.989	9.733	-0.014	0.026	0.011
Si	4.122	12.245	9.734	-0.014	-0.037	-0.009
Si	1.353	20.448	9.708	-0.017	-0.005	-0.011
Si	4.092	17.726	9.705	-0.016	0.018	0.001
Si	1.342	25.913	9.648	0.008	0.032	-0.005
Si	4.087	23.196	9.679	-0.038	0.02	-0.008
Si	1.348	31.449	9.632	-0.019	-0.028	0.009
Si	4.061	28.676	9.638	0.022	0.01	0
Si	1.355	36.995	9.588	-0.015	0.008	0.012
Si	4.089	34.217	9.591	-0.023	-0.018	-0.001
Si	1.375	42.507	9.567	-0.015	-0.013	0.002
Si	4.096	39.758	9.583	-0.009	-0.008	0.011
Si	1.395	47.915	9.564	0.007	-0.003	-0.001
Si	4.124	45.23	9.569	0.006	-0.012	-0.007
Si	1.383	53.339	9.589	0.025	-0.001	-0.004
Si	4.138	50.628	9.572	0.017	-0.002	0.004
Si	1.377	58.785	9.621	0.028	-0.024	-0.001
Si	4.098	56.055	9.59	0.018	-0.003	-0.006
Si	1.37	64.253	9.658	0.004	-0.01	-0.007
Si	4.107	61.522	9.636	-0.008	-0.012	-0.001
Si	6.809	4.067	9.732	0.008	0.044	-0.012
Si	9.561	1.347	9.716	0.002	-0.019	0.013
Si	6.85	9.52	9.773	0.003	-0.006	-0.005
Si	9.548	6.812	9.747	-0.007	0.032	-0.01
Si	6.855	14.98	9.716	-0.009	-0.011	-0.003
Si	9.563	12.252	9.765	-0.014	0.033	-0.005
Si	6.821	20.458	9.694	-0.003	0.034	-0.001
Si	9.567	17.711	9.703	0.017	-0.027	-0.005
Si	6.792	25.932	9.657	-0.02	0.022	0
Si	9.526	23.175	9.677	0.027	0.014	0.005
Si	6.792	31.44	9.615	0.02	0.009	-0.006
Si	9.513	28.679	9.631	-0.024	0.011	0.006
Si	6.83	36.993	9.584	0	-0.005	-0.001
Si	9.531	34.224	9.61	0.008	-0.003	-0.001
Si	6.852	42.509	9.572	-0.005	-0.021	0.008
Si	9.572	39.767	9.566	0.008	-0.006	0.007
Si	6.868	47.927	9.564	-0.003	-0.004	-0.004
Si	9.605	45.241	9.562	-0.027	-0.025	0.009
Si	6.862	53.33	9.578	-0.005	0.001	0
Si	9.593	50.62	9.568	-0.006	0.002	-0.007
Si	6.836	58.79	9.611	0.005	-0.018	-0.012
Si	9.588	56.063	9.596	-0.003	0.002	-0.003
Si	6.841	64.24	9.673	-0.011	-0.019	0
Si	9.571	61.525	9.66	0.003	-0.008	0.002
Si	12.298	4.075	9.723	-0.002	0.006	-0.001
Si	15.039	1.338	9.719	0.018	-0.002	0
Si	12.274	9.537	9.769	-0.011	0.04	0.007
Si	15.03	6.791	9.75	0.028	-0.016	0.011
Si	12.29	14.983	9.755	0.001	0.009	-0.003
Si	15.009	12.261	9.748	-0.007	0.01	-0.002
Si	12.28	20.431	9.68	0.013	-0.009	-0.008
Si	15.016	17.711	9.74	0.006	0.032	0.004
Si	12.258	25.911	9.656	-0.003	0.011	0.004
Si	15.014	23.17	9.659	-0.007	-0.014	-0.012
Si	12.256	31.443	9.618	0.011	0.019	0.001
Si	15.005	28.672	9.64	0.003	0.028	0.001
Si	12.293	37.011	9.6	-0.01	0.003	0.019
Si	15.016	34.226	9.611	0.021	0.026	0
Si	12.315	42.506	9.547	0.026	0	0.003
Si	15.032	39.774	9.566	-0.004	-0.018	0.001
Si	12.334	47.932	9.566	-0.01	-0.02	0.008
Si	15.054	45.212	9.555	0.019	-0.023	0.005
Si	12.328	53.33	9.595	-0.011	-0.002	-0.001
Si	15.065	50.627	9.578	-0.005	0.009	-0.004
Si	12.321	58.805	9.628	-0.017	-0.019	-0.002
Si	15.048	56.064	9.621	-0.005	-0.011	0.009
Si	12.302	64.248	9.696	0.024	0.007	0.007
Si	15.052	61.533	9.644	-0.017	-0.039	-0.005
Si	0.008	-0.031	11.058	-0.033	-0.001	0.012
Si	2.738	2.679	11.106	-0.019	-0.004	0.02
Si	-0.002	5.423	11.103	-0.025	-0.002	-0.004
Si	2.735	8.148	11.119	0.01	-0.024	0.006
Si	-0.012	10.887	11.094	0.004	0.006	0.006
Si	2.738	13.616	11.085	0.028	-0.009	0.001
Si	-0.013	16.345	11.107	0.029	-0.03	0.008
Si	2.726	19.084	11.084	0	0.004	0.009
Si	-0.028	21.819	11.053	0.02	0.01	-0.001
Si	2.719	24.57	11.033	0.017	-0.01	0.004
Si	-0.021	27.305	10.996	-0.015	-0.025	-0.001
Si	2.71	30.072	10.989	-0.03	0.044	0.006
Si	-0.022	32.845	10.964	-0.007	-0.008	-0.01
Si	2.728	35.609	10.929	0.022	-0.015	-0.008
Si	-0.013	38.395	10.917	-0.025	0.003	-0.018
Si	2.731	41.137	10.942	-0.002	0	-0.016
Si	-0.003	43.855	10.943	0.01	-0.005	0
Si	2.748	46.567	10.962	0.015	-0.011	0.007
Si	0.015	49.257	10.958	0.014	-0.003	0
Si	2.746	51.966	10.955	-0.001	0.023	-0.004
Si	-0.004	54.684	10.988	-0.006	0.046	0.006
Si	2.723	57.406	10.985	-0.032	0.024	0.009
Si	0.003	60.146	10.991	-0.003	0.008	-0.004
Si	2.731	62.876	11.007	0.006	0.007	0.005
Si	5.464	-0.039	11.041	0.023	0.002	-0.004
Si	8.19	2.7	11.08	-0.01	0.021	0.007
Si	5.471	5.41	11.135	0.003	-0.032	0.004
Si	8.21	8.157	11.149	0.005	-0.026	0.008
Si	5.481	10.893	11.118	-0.009	-0.006	-0.01
Si	8.211	13.632	11.118	-0.003	-0.009	0.005
Si	5.475	16.356	11.066	-0.017	0.008	-0.003
Si	8.204	19.095	11.065	-0.021	-0.005	0.003
Si	5.466	21.84	11.061	-0.005	-0.035	-0.008
Si	8.17	24.567	11.029	0.02	-0.013	0.001
Si	5.434	27.318	11.006	-0.012	-0.006	0.005
Si	8.152	30.065	10.976	0.013	0.023	-0.003
Si	5.441	32.838	10.954	-0.003	-0.007	-0.01
Si	8.184	35.621	10.955	-0.005	-0.03	0.011
Si	5.475	38.386	10.932	0.004	-0.004	-0.007
Si	8.219	41.141	10.941	-0.012	-0.003	0.004
Si	5.49	43.873	10.952	-0.002	-0.023	-0.014
Si	8.243	46.587	10.958	-0.007	-0.015	-0.002
Si	5.5	49.274	10.955	-0.022	0.015	-0.01
Si	8.223	51.965	10.957	0.013	0.026	-0.003
Si	5.466	54.677	10.946	-0.006	0.027	-0.017
Si	8.204	57.415	10.967	0.006	-0.01	-0.003
Si	5.456	60.141	10.991	-0.005	0.023	-0.004
Si	8.195	62.87	11.038	0.024	0.005	-0.001
Si	10.931	-0.024	11.063	-0.001	0.027	0.005
Si	13.671	2.704	11.078	-0.001	0.017	0.002
Si	10.936	5.436	11.089	0.016	-0.018	-0.005
Si	13.668	8.165	11.111	0.005	-0.005	0.002
Si	10.933	10.898	11.149	0.016	-0.04	0.002
Si	13.658	13.62	11.131	0.01	0.005	0.015
Si	10.929	16.361	11.1	0.02	0	-0.004
Si	13.644	19.089	11.081	0.013	-0.011	0.01
Si	10.916	21.815	11.035	-0.011	-0.012	-0.002
Si	13.643	24.548	11.016	0.01	0.002	0.01
Si	10.884	27.3	10.995	0.029	0.016	-0.002
Si	13.63	30.067	10.975	-0.003	0.009	-0.001
Si	10.896	32.843	10.958	0	0.006	-0.006
Si	13.659	35.628	10.95	0.03	-0.039	-0.001
Si	10.929	38.401	10.942	-0.005	-0.008	0.003
Si	13.663	41.142	10.929	-0.023	0.008	-0.002
Si	10.964	43.869	10.939	0.001	-0.015	-0.004
Si	13.684	46.557	10.949	0.009	0	-0.008
Si	10.961	49.275	10.964	-0.013	0.032	0.002
Si	13.687	51.967	10.981	0.006	0.018	0.011
Si	10.949	54.688	10.966	0.028	0.019	-0.003
Si	13.672	57.424	10.998	0	0.02	0.006
Si	10.95	60.162	11.011	-0.021	-0.01	-0.006
Si	13.686	62.884	11.035	-0.022	-0.01	0.002
Si	1.362	1.311	12.457	0.01	0.005	0.016
Si	4.109	4.024	12.485	0.012	0.035	0.007
Si	1.368	6.775	12.473	-0.021	-0.028	0.008
Si	4.118	9.512	12.466	-0.028	0.004	-0.006
Si	1.365	12.247	12.452	-0.009	-0.004	-0.009
Si	4.117	14.982	12.441	-0.055	-0.004	-0.032
Si	1.364	17.707	12.466	0.006	0.038	0.007
Si	4.115	20.456	12.427	0.02	0.04	-0.022
Si	1.353	23.197	12.391	-0.024	-0.014	-0.032
Si	4.093	25.951	12.387	-0.035	0.037	-0.01
Si	1.35	28.691	12.348	0.001	0.025	0.002
Si	4.084	31.466	12.321	0.022	0.012	-0.001
Si	1.369	34.232	12.291	-0.039	0.009	0.009
Si	4.102	36.998	12.263	-0.016	-0.022	0
Si	1.337	39.768	12.284	0.03	-0.022	0.017
Si	4.105	42.505	12.308	0.007	-0.003	-0.007
Si	1.36	45.205	12.329	-0.036	-0.029	-0.011
Si	4.113	47.939	12.335	0.031	0	-0.018
Si	1.371	50.618	12.344	0.011	0.012	-0.012
Si	4.104	53.321	12.337	-0.002	0.012	-0.009
Si	1.337	56.063	12.368	0.031	-0.028	-0.009
Si	4.069	58.79	12.353	0.033	-0.031	0.007
Si	1.349	61.52	12.361	0.007	-0.033	-0.005
Si	4.082	64.229	12.392	-0.006	-0.009	0.002
Si	6.827	1.307	12.42	0.005	0.014	-0.003
Si	9.578	4.051	12.44	0.01	0.038	-0.015
Si	6.857	6.76	12.5	-0.003	0.028	-0.004
Si	9.591	9.513	12.514	0.001	0.021	0.005
Si	6.849	12.261	12.478	-0.003	-0.003	-0.002
Si	9.597	14.984	12.483	-0.012	0.026	0
Si	6.856	17.713	12.436	-0.023	-0.018	-0.01
Si	9.577	20.465	12.437	0.034	0.023	-0.006
Si	6.836	23.212	12.434	-0.011	0.032	0.009
Si	9.535	25.938	12.393	-0.014	-0.004	0.013
Si	6.797	28.699	12.357	0.019	0.004	0.009
Si	9.522	31.458	12.3	0.003	0.004	-0.011
Si	6.809	34.232	12.286	-0.026	-0.025	0.003
Si	9.559	37.019	12.29	0.01	0.019	-0.002
Si	6.843	39.765	12.295	0.01	-0.018	-0.005
Si	9.6	42.503	12.311	-0.022	0.002	-0.006
Si	6.875	45.227	12.331	-0.013	0.003	0.002
Si	9.607	47.928	12.369	0.014	-0.003	0.008
Si	6.866	50.612	12.354	-0.01	0.018	0.001
Si	9.581	53.322	12.338	-0.022	-0.009	-0.006
Si	6.82	56.042	12.317	-0.007	-0.001	-0.011
Si	9.556	58.789	12.341	0.023	0.005	-0.005
Si	6.8	61.505	12.375	-0.018	-0.048	0.001
Si	9.558	64.233	12.41	-0.02	-0.03	0.01
Si	12.299	1.336	12.428	0.018	-0.014	0.021
Si	15.052	4.045	12.453	0.014	0.037	0.008
Si	12.322	6.775	12.467	-0.021	0.021	-0.006
Si	15.044	9.524	12.482	0.019	-0.013	-0.002
Si	12.315	12.247	12.52	0.016	0.012	0.005
Si	15.039	14.976	12.49	0.001	0.008	0.014
Si	12.298	17.722	12.464	-0.027	0.003	-0.005
Si	15.014	20.46	12.438	-0.009	-0.015	-0.002
Si	12.282	23.186	12.4	0	-0.016	-0.009
Si	15.018	25.937	12.356	-0.007	0.008	-0.016
Si	12.257	28.687	12.329	-0.005	0.015	-0.011
Si	15.001	31.47	12.31	0.008	-0.015	-0.01
Si	12.274	34.244	12.282	-0.009	-0.013	-0.01
Si	15.034	37.029	12.28	0.028	0.03	0.017
Si	12.295	39.781	12.299	0.044	0.007	0.004
Si	15.018	42.503	12.31	0.027	-0.024	0.005
Si	12.316	45.214	12.35	0.002	-0.032	0.006
Si	15.046	47.9	12.343	-0.008	0.004	-0.017
Si	12.314	50.617	12.372	0	0	-0.009
Si	15.03	53.329	12.382	-0.019	-0.01	-0.016
Si	12.296	56.048	12.357	-0.043	-0.024	-0.016
Si	15.029	58.803	12.366	0.019	-0.017	-0.008
Si	12.305	61.535	12.394	0.05	0.005	0.01
Si	15.042	64.242	12.417	-0.001	0.007	0.01
Si	0	2.679	13.827	-0.026	0.032	0.008
Si	2.727	-0.072	13.804	0.03	0.018	-0.006
Si	0.015	8.152	13.836	-0.032	0.011	-0.007
Si	2.731	5.393	13.829	-0.03	0.04	-0.005
Si	0	13.588	13.851	0.043	-0.018	0.006
Si	2.742	10.882	13.806	0.029	-0.031	-0.03
Si	-0.033	19.077	13.805	0.001	0.02	0.008
Si	2.743	16.32	13.823	0.099	-0.049	0.014
Si	-0.013	24.585	13.728	0.019	-0.011	0.037
Si	2.736	21.842	13.752	-0.01	-0.014	-0.004
Si	-0.031	30.095	13.659	-0.038	0.066	0.015
Si	2.729	27.337	13.731	0.06	-0.035	0.004
Si	0.014	35.65	13.606	0.003	-0.083	-0.025
Si	2.745	32.874	13.665	0.018	-0.059	0.002
Si	-0.04	41.122	13.666	-0.034	0.072	-0.003
Si	2.724	38.376	13.591	-0.014	0.014	-0.047
Si	-0.011	46.535	13.734	0.047	-0.012	-0.011
Si	2.717	43.836	13.696	0.053	-0.042	0.01
Si	-0.014	51.943	13.745	0.048	0.021	0.01
Si	2.732	49.27	13.736	0.005	0.023	0.015
Si	-0.044	57.433	13.752	-0.041	0.058	0.042
Si	2.709	54.672	13.699	-0.029	0.029	-0.011
Si	0.011	62.875	13.763	-0.029	-0.049	-0.028
Si	2.69	60.156	13.731	-0.051	0.057	-0.005
Si	5.468	2.619	13.828	0.026	0.006	0.014
Si	8.185	-0.054	13.787	0.008	0.021	-0.006
Si	5.481	8.141	13.831	0.023	-0.052	0.009
Si	8.241	5.381	13.85	0.039	-0.04	0.016
Si	5.49	13.641	13.828	-0.023	0.022	0.025
Si	8.219	10.9	13.848	-0.013	-0.013	-0.011
Si	5.495	19.086	13.796	-0.04	0.024	0.033
Si	8.235	16.364	13.826	-0.006	-0.016	-0.013
Si	5.474	24.615	13.778	-0.001	-0.046	0.005
Si	8.231	21.856	13.807	-0.006	-0.049	0.004
Si	5.43	30.092	13.696	-0.043	0.065	-0.003
Si	8.158	27.33	13.735	-0.038	0.035	-0.021
Si	5.467	35.635	13.629	-0.044	-0.019	0.021
Si	8.159	32.847	13.635	0.032	-0.006	0.014
Si	5.483	41.14	13.659	-0.023	0.025	0.019
Si	8.208	38.396	13.661	-0.009	-0.003	0.042
Si	5.502	46.596	13.695	-0.037	-0.024	-0.04
Si	8.265	43.874	13.701	-0.004	-0.074	0.003
Si	5.466	51.95	13.717	0	-0.004	-0.018
Si	8.245	49.283	13.765	-0.024	0.014	-0.01
Si	5.446	57.409	13.68	-0.003	0.013	-0.013
Si	8.171	54.663	13.683	0.024	0.028	-0.029
Si	5.423	62.855	13.754	0.028	0.001	-0.007
Si	8.175	60.139	13.714	0.02	0	0
Si	10.932	2.682	13.805	-0.041	0.053	-0.001
Si	13.671	-0.022	13.785	-0.006	0	-0.039
Si	10.975	8.126	13.857	0.038	-0.065	0.013
Si	13.7	5.404	13.821	0.039	-0.054	0.003
Si	10.954	13.622	13.881	-0.006	-0.001	0.004
Si	13.696	10.875	13.885	-0.023	0.016	0.024
Si	10.951	19.111	13.822	0.056	-0.031	-0.024
Si	13.659	16.35	13.838	0.015	0.012	-0.027
Si	10.92	24.567	13.759	0.025	-0.034	-0.006
Si	13.649	21.842	13.799	-0.023	0.044	0.028
Si	10.872	30.074	13.653	0.057	0.062	0.006
Si	13.637	27.32	13.685	0.015	0.009	0.008
Si	10.937	35.648	13.631	0.029	-0.074	0.041
Si	13.619	32.86	13.642	0.006	0.035	0.012
Si	10.945	41.135	13.701	0.007	-0.006	0.022
Si	13.669	38.409	13.641	-0.051	-0.023	-0.01
Si	10.972	46.569	13.765	-0.059	-0.008	-0.021
Si	13.668	43.839	13.729	-0.001	0.008	-0.006
Si	10.94	51.985	13.752	-0.021	0.024	0.014
Si	13.67	49.229	13.742	0.028	0.029	-0.019
Si	10.911	57.418	13.702	0.012	-0.008	-0.003
Si	13.639	54.689	13.763	0.05	0.034	0.056
Si	10.937	62.894	13.776	-0.026	0	0.014
Si	13.691	60.188	13.747	-0.076	-0.034	0.02
Si	1.396	4.005	15.208	-0.03	0.016	0.042
Si	4.087	1.252	15.205	-0.049	-0.047	0.071
Si	1.406	9.511	15.188	0.02	0.02	0.034
Si	4.102	6.764	15.173	-0.015	0.016	-0.045
Si	1.372	14.948	15.209	-0.004	0.038	0.036
Si	4.099	12.262	15.15	-0.03	-0.044	-0.007
Si	1.375	20.457	15.099	0.06	0.053	0.012
Si	4.154	17.677	15.16	-0.064	-0.004	-0.025
Si	1.363	25.959	15.077	-0.043	0.025	0.023
Si	4.092	23.239	15.104	0.007	-0.028	-0.043
Si	1.37	31.473	14.982	0.005	-0.02	-0.005
Si	4.096	28.718	15.096	-0.034	0.048	0.096
Si	1.406	36.999	14.971	0.025	0.098	0.05
Si	4.113	34.283	15.015	0.061	-0.002	0.011
Si	1.321	42.459	15.055	-0.027	0.022	-0.021
Si	4.066	39.746	14.946	-0.012	-0.052	-0.02
Si	1.345	47.909	15.101	-0.016	0.019	0.008
Si	4.096	45.241	15.014	0.049	0.032	-0.04
Si	1.357	53.317	15.099	0.005	-0.012	0.017
Si	4.107	50.616	15.131	-0.002	0.055	0.006
Si	1.298	58.839	15.116	0.038	-0.066	0.036
Si	4.068	56.056	15.033	0.011	-0.02	0
Si	1.37	64.191	15.174	-0.024	0.015	0.098
Si	4.02	61.527	15.121	0.038	-0.088	0.067
Si	6.893	3.938	15.164	0.025	0.069	-0.014
Si	9.571	1.292	15.157	-0.012	-0.033	0.024
Si	6.865	9.507	15.182	-0.016	-0.001	0.033
Si	9.635	6.733	15.225	0.001	0.037	0.04
Si	6.899	14.981	15.2	0.004	0.001	0.007
Si	9.579	12.249	15.24	0.01	-0.02	0.051
Si	6.883	20.457	15.154	-0.031	0.03	-0.011
Si	9.601	17.741	15.185	0.003	-0.012	0.045
Si	6.817	26.004	15.175	0.054	0.009	0.105
Si	9.59	23.231	15.203	0.028	0.066	0.12
Si	6.793	31.491	15.019	-0.076	-0.003	-0.016
Si	9.524	28.725	15.053	-0.009	-0.009	0.048
Si	6.831	37.004	14.989	0.018	-0.033	-0.021
Si	9.544	34.25	14.927	-0.011	0.012	-0.041
Si	6.884	42.495	15.026	0.004	0.01	-0.038
Si	9.578	39.751	15.055	-0.014	-0.008	0.052
Si	6.864	47.921	15.123	-0.04	0.012	0.066
Si	9.617	45.204	15.147	0.05	0.018	0.061
Si	6.835	53.294	15.085	-0.014	0.022	0.049
Si	9.607	50.636	15.176	0.002	0.06	0.087
Si	6.788	58.774	15.061	-0.018	-0.009	-0.005
Si	9.49	56.064	15.032	-0.044	-0.061	-0.004
Si	6.778	64.216	15.122	0.023	-0.017	0.046
Si	9.516	61.525	15.08	0.017	-0.03	-0.022
Si	12.336	4.019	15.161	0.025	0.078	0.04
Si	15.023	1.323	15.178	-0.055	0.001	0.017
Si	12.355	9.465	15.243	0.013	0.003	0.042
Si	15.083	6.756	15.192	0.054	-0.033	-0.012
Si	12.344	14.975	15.244	0.014	-0.001	0.076
Si	15.079	12.222	15.276	-0.019	-0.033	0.077
Si	12.31	20.473	15.209	-0.093	-0.022	0.05
Si	15.003	17.72	15.207	-0.008	-0.012	0.062
Si	12.301	25.952	15.081	0.038	0.001	0.056
Si	15.026	23.248	15.118	0.018	-0.055	-0.01
Si	12.228	31.469	14.985	-0.125	-0.091	-0.07
Si	14.989	28.73	15.01	0.001	-0.027	0.023
Si	12.307	37.041	14.991	0.062	0.077	-0.018
Si	15.006	34.299	14.911	0.017	0.027	-0.06
Si	12.308	42.476	15.112	0.023	-0.039	0.062
Si	15.007	39.761	15.045	-0.028	-0.027	0.054
Si	12.349	47.885	15.187	0.04	0.009	0.103
Si	15.031	45.177	15.131	0.009	-0.048	0.046
Si	12.26	53.345	15.173	-0.038	-0.037	0.043
Si	15.021	50.572	15.127	-0.026	-0.043	0.022
Si	12.285	58.805	15.039	0.004	0.098	-0.028
Si	14.98	56.081	15.142	-0.015	-0.049	0.005
Si	12.295	64.275	15.163	0.044	0.029	0.032
Si	15.042	61.564	15.151	0.083	0.039	0.059
Si	-0.014	-0.06	16.499	0.082	0.012	0.023
Si	2.716	2.59	16.593	0.002	-0.036	0.058
Si	0.068	5.412	16.558	-0.106	0.094	0.085
Si	2.789	8.174	16.56	-0.056	-0.096	0.172
Si	0.085	10.833	16.631	0.042	-0.011	-0.026
Si	2.751	13.571	16.573	0.066	-0.043	0.058
Si	-0.062	16.291	16.544	0.061	0.024	0.006
Si	2.692	19.01	16.435	0.084	0.039	0.113
Si	0.032	21.874	16.423	-0.046	-0.001	0.005
Si	2.756	24.632	16.472	-0.025	-0.011	-0.021
Si	-0.027	27.376	16.359	0.082	-0.065	0.136
Si	2.676	30.085	16.405	0.114	0.079	0.232
Si	0.003	32.949	16.188	-0.04	-0.005	-0.059
Si	2.806	35.703	16.387	-0.063	-0.058	-0.018
Si	0.012	38.351	16.307	0.029	-0.021	0.036
Si	2.656	41.008	16.345	0.05	-0.045	0.005
Si	-0.016	43.801	16.494	-0.042	-0.047	0.076
Si	2.752	46.574	16.436	0.027	-0.104	0.036
Si	-0.058	49.183	16.531	0.079	0.071	0.224
Si	2.722	51.973	16.502	-0.015	-0.032	0.215
Si	-0.034	54.673	16.455	-0.025	0.048	0.022
Si	2.698	57.432	16.378	-0.029	0.073	0.064
Si	-0.009	60.239	16.569	-0.129	0.022	-0.027
Si	2.703	62.848	16.616	-0.054	0.012	0.008
Si	5.397	-0.166	16.592	0.092	0.053	0.056
Si	8.2	2.546	16.592	0.026	0.026	0.113
Si	5.47	5.303	16.408	0.03	0.041	-0.041
Si	8.237	8.123	16.533	0.02	-0.043	0.039
Si	5.482	10.91	16.487	-0.001	0.002	0.074
Si	8.231	13.623	16.635	0.031	0.038	0.101
Si	5.597	16.382	16.564	-0.03	-0.049	0.024
Si	8.265	19.118	16.566	0.077	-0.052	-0.02
Si	5.474	21.857	16.421	0.048	0.031	0.073
Si	8.233	24.664	16.558	-0.092	-0.081	0.034
Si	5.46	27.409	16.566	-0.045	0.018	-0.037
Si	8.101	30.085	16.38	0.115	0.028	0.016
Si	5.489	32.926	16.377	-0.033	-0.104	0.151
Si	8.231	35.623	16.305	-0.093	0.01	0.088
Si	5.434	38.394	16.288	-0.025	0.019	0.017
Si	8.225	41.133	16.433	-0.028	-0.033	0.007
Si	5.512	43.911	16.315	-0.033	0.033	0.086
Si	8.234	46.572	16.523	-0.001	-0.057	0.051
Si	5.486	49.263	16.52	0.078	-0.023	0.1
Si	8.194	51.991	16.55	0.041	-0.023	0.143
Si	5.414	54.663	16.376	-0.032	0.025	0.134
Si	8.1	57.372	16.424	0.116	0.015	0.085
Si	5.408	60.14	16.405	-0.019	0.061	0.054
Si	8.17	62.892	16.461	-0.088	-0.016	0.086
Si	10.954	0.011	16.576	-0.091	0.004	0.023
Si	13.642	2.651	16.572	0.144	-0.016	0.049
Si	11.039	5.357	16.588	0.041	-0.107	-0.006
Si	13.762	8.093	16.606	-0.106	0.057	0.025
Si	10.928	10.816	16.567	0.04	-0.005	0.017
Si	13.695	13.59	16.653	-0.01	-0.001	0.048
Si	10.969	16.379	16.563	-0.049	0.071	0.073
Si	13.673	19.113	16.615	0.01	-0.025	0.046
Si	10.958	21.843	16.608	0.173	-0.063	-0.067
Si	13.688	24.64	16.502	-0.063	0.037	0.103
Si	10.906	27.335	16.386	-0.011	0.099	0.04
Si	13.571	30.084	16.335	0.018	0.007	0.056
Si	10.836	32.858	16.291	0.008	0.063	0.112
Si	13.714	35.698	16.31	-0.033	-0.063	0.096
Si	10.944	38.357	16.415	0.027	0.008	0.029
Si	13.626	41.065	16.496	0.057	0.121	0.11
Si	11.016	43.858	16.549	-0.117	0.028	0.025
Si	13.715	46.501	16.605	-0.065	0.092	0.048
Si	11.007	49.28	16.573	-0.003	0.012	-0.059
Si	13.637	51.908	16.509	0.037	0.082	-0.053
Si	10.81	54.77	16.467	-0.04	0.042	-0.002
Si	13.595	57.508	16.487	-0.021	-0.05	0.005
Si	10.888	60.141	16.379	0.076	-0.075	0.055
Si	13.69	62.957	16.522	-0.119	0.017	0.017
Si	1.318	1.185	17.974	-0.014	-0.095	-0.006
Si	4.235	3.903	17.83	0.042	0.006	-0.021
Si	1.498	6.743	17.951	0.086	0.153	-0.052
Si	4.163	9.595	17.909	-0.098	0.02	-0.074
Si	1.429	12.202	18.041	0.053	0.019	0.061
Si	4.212	14.952	17.819	0.071	-0.034	-0.198
Si	1.295	17.667	17.861	-0.018	0.113	-0.215
Si	4.152	20.364	17.68	-0.19	-0.193	-0.174
Si	1.383	23.245	17.784	-0.078	-0.008	-0.038
Si	4.029	26.049	17.894	-0.05	0.06	0.045
Si	1.269	28.695	17.814	-0.009	-0.045	-0.177
Si	4.06	31.548	17.683	-0.101	-0.189	-0.36
Si	1.295	34.352	17.571	0.022	-0.13	-0.104
Si	4.212	37.078	17.8	0.108	0.189	0.153
Si	1.365	39.562	17.787	0.05	-0.027	0.04
Si	4.067	42.485	17.466	0.2	0.032	-0.196
Si	1.385	45.225	17.8	-0.047	0.149	-0.157
Si	4.087	47.899	17.88	0.003	0.171	-0.011
Si	1.311	50.58	17.854	-0.019	0.099	-0.17
Si	4.113	53.378	17.863	-0.009	-0.083	-0.111
Si	1.342	56.098	17.752	0.014	-0.039	-0.054
Si	4.035	58.79	17.77	-0.115	0.018	-0.059
Si	1.328	61.572	18.063	0.013	-0.031	0.193
Si	4.04	64.149	18.088	0.095	0.016	0.18
Si	6.786	1.129	17.978	0.042	-0.069	-0.091
Si	9.693	3.885	17.873	0.126	0.03	-0.124
Si	6.809	6.669	17.719	-0.015	-0.043	-0.152
Si	9.558	9.481	17.98	-0.118	-0.069	0.095
Si	6.792	12.219	17.936	-0.053	0.03	-0.087
Si	9.671	15.003	17.981	-0.021	-0.048	-0.086
Si	7.031	17.707	17.987	0.05	0.01	0.084
Si	9.56	20.489	18.004	-0.088	0.027	0.022
Si	6.775	23.272	17.822	-0.041	0.022	-0.173
Si	9.654	26.067	17.93	0.175	-0.014	0.129
Si	6.887	28.777	17.942	-0.046	0.088	0.026
Si	9.387	31.534	17.678	-0.084	0.149	-0.207
Si	6.92	34.304	17.742	0.165	-0.147	-0.109
Si	9.549	36.964	17.721	0.081	-0.07	-0.043
Si	6.753	39.737	17.668	0.056	0.037	0.032
Si	9.571	42.512	17.843	0.141	0.098	-0.012
Si	6.777	45.237	17.854	-0.178	-0.146	0.04
Si	9.663	47.894	17.919	-0.105	-0.019	-0.025
Si	6.891	50.554	17.962	0.02	0.042	-0.052
Si	9.477	53.466	17.941	-0.207	0.043	-0.036
Si	6.685	56.018	17.798	0.021	-0.129	-0.063
Si	9.489	58.773	17.713	0.031	-0.052	-0.069
Si	6.717	61.55	17.762	-0.04	0.062	-0.042
Si	9.533	64.251	17.853	-0.016	0.121	-0.092
Si	12.296	1.343	18.062	-0.074	0.125	0.087
Si	15.067	4.026	17.858	-0.168	0.094	-0.085
Si	12.412	6.732	17.998	0.197	-0.015	0.033
Si	15.219	9.367	17.994	0.192	-0.236	0.023
Si	12.317	12.123	17.94	0.034	-0.039	-0.143
Si	15.063	14.967	18.061	-0.058	-0.019	0.129
Si	12.25	17.758	18.01	-0.02	-0.032	-0.07
Si	15.181	20.498	17.855	0.101	-0.009	-0.149
Si	12.422	23.203	17.908	-0.011	-0.05	-0.111
Si	15.062	26.094	17.824	-0.044	0.129	0.077
Si	12.207	28.701	17.773	0.066	-0.208	-0.092
Si	14.998	31.59	17.436	0.1	-0.002	-0.164
Si	12.245	34.309	17.502	-0.156	0.162	-0.143
Si	15.123	37.041	17.746	-0.052	0.008	-0.067
Si	12.234	39.695	17.897	-0.122	0.009	0.159
Si	15.06	42.366	17.893	-0.149	0.09	0.124
Si	12.409	45.143	18.057	0.14	-0.239	0.092
Si	15.069	47.805	18.076	0.12	-0.02	0.077
Si	12.369	50.587	18.035	0.079	-0.05	0.196
Si	14.947	53.339	17.812	0.218	-0.162	-0.003
Si	12.051	56.265	17.801	-0.155	0.168	-0.026
Si	14.952	58.899	17.865	-0.079	0.08	0.052
Si	12.237	61.543	17.711	0.06	-0.053	-0.133
Si	15.023	64.358	17.96	-0.073	0.024	0.043
Si	-0.037	2.652	19.222	-0.149	0.02	0.231
Si	2.627	-0.131	19.504	-0.131	-0.026	0.169
Si	0.226	8.029	19.525	-0.047	-0.191	0.181
Si	2.961	5.286	19.157	-0.014	0.17	0.265
Si	0.059	13.543	19.471	0.038	0.066	0.225
Si	2.889	10.924	19.465	-0.002	0.114	0.224
Si	-0.011	19.062	19.297	-0.022	-0.018	0.199
Si	2.752	16.259	19.024	-0.012	0.029	0.2
Si	0.103	24.716	19.14	0.149	-0.009	0.32
Si	2.711	21.688	18.933	0.302	0.058	0.113
Si	-0.218	30.232	18.854	0.057	0.116	0.184
Si	2.604	27.343	19.341	-0.204	-0.064	0.279
Si	0.119	35.675	19.103	-0.03	-0.114	0.275
Si	2.616	32.989	18.867	0.015	-0.075	0.174
Si	0.011	40.872	19.184	-0.177	0.132	0.32
Si	2.764	38.288	19.272	0.048	-0.015	0.233
Si	0.167	46.408	19.455	-0.001	0.103	0.259
Si	2.744	43.712	18.885	0.102	0.003	0.229
Si	-0.073	51.96	19.214	-0.032	0.003	0.245
Si	2.665	49.202	19.242	0.005	0.148	0.374
Si	0.031	57.536	19.077	0.021	-0.02	0.254
Si	2.724	54.81	19.172	-0.076	-0.019	0.318
Si	-0.104	63.038	19.408	0.116	-0.178	0.149
Si	2.802	60.101	19.303	0.115	-0.057	0.224
Si	5.4	2.474	19.319	0.068	0.082	0.281
Si	8.15	-0.228	19.386	0.054	-0.178	0.263
Si	5.523	8.083	19.057	-0.024	-0.12	0.177
Si	8.178	5.231	18.937	0.056	-0.099	0.053
Si	5.522	13.677	19.311	-0.034	0.044	0.196
Si	8.085	10.84	19.34	0.149	-0.115	0.179
Si	5.525	19.084	19.149	0.107	0.122	0.248
Si	8.463	16.392	19.492	-0.004	0.093	0.143
Si	5.432	24.69	19.197	0.05	-0.149	0.191
Si	8.077	21.901	19.231	-0.112	-0.006	0.197
Si	5.435	30.266	19.132	-0.006	0.119	0.211
Si	8.355	27.501	19.412	-0.06	0.171	0.216
Si	5.719	35.753	19.121	0.135	-0.391	0.638
Si	8.157	32.888	19.23	-0.111	0.139	0.308
Si	5.331	41.181	18.864	-0.081	0.05	0.16
Si	8.116	38.364	18.994	-0.028	0.137	0.699
Si	5.378	46.555	19.322	0.017	-0.297	0.151
Si	8.124	43.823	19.197	-0.063	-0.016	0.188
Si	5.448	51.945	19.241	-0.236	-0.139	0.349
Si	8.355	49.181	19.385	0.02	0.119	0.004
Si	5.336	57.398	19.127	-0.078	0.021	0.277
Si	7.926	54.777	19.373	0.035	-0.134	0.335
Si	5.44	62.7	19.415	-0.015	-0.142	0.276
Si	8.1	60.148	18.949	-0.095	0.042	0.22
Si	10.936	2.68	19.554	-0.001	0.083	0.254
Si	13.713	0.07	19.483	-0.143	0.066	0.252
Si	10.929	8.04	19.326	0.097	0.04	0.248
Si	13.871	5.385	19.385	0.173	-0.15	0.144
Si	10.968	13.511	19.295	-0.098	0.014	0.182
Si	13.773	10.715	19.2	-0.073	0.153	-0.036
Si	10.962	19.198	19.458	0.092	-0.021	0.093
Si	13.587	16.363	19.401	0.086	-0.039	0.076
Si	11.079	24.591	19.248	-0.112	-0.061	0.196
Si	14.015	21.955	19.242	-0.14	0.04	0.506
Si	10.787	30.203	18.923	-0.04	-0.102	0.093
Si	13.654	27.463	19.254	0.057	-0.109	0.192
Si	10.916	35.511	19.041	0.335	-0.171	-0.106
Si	13.689	32.997	18.712	0.03	0.042	0.312
Si	10.833	41.164	19.3	-0.16	0.004	0.302
Si	13.733	38.306	19.181	-0.081	0.027	0.244
Si	10.956	46.537	19.355	0.086	-0.015	0.008
Si	13.853	43.721	19.495	0.058	-0.284	0.115
Si	10.954	52.125	19.213	0.122	0.1	0.148
Si	13.72	49.141	19.584	-0.015	-0.012	0.143
Si	10.659	57.576	19.363	0.015	0.069	0.204
Si	13.475	54.843	18.886	0.037	-0.061	0.107
Si	10.909	62.863	19.094	0.083	0.118	0.18
Si	13.487	60.27	19.205	0.047	0.007	0.185
Si	1.627	3.836	20.381	0.147	-0.195	0.171
Si	3.757	1.488	20.811	-0.095	0.229	-0.177
Si	1.912	9.214	20.827	0.116	-0.005	0.213
Si	4.091	6.896	20.476	0.259	-0.027	0.034
Si	1.708	14.885	20.601	-0.101	0	0.107
Si	3.959	12.682	20.805	0.012	-0.141	0.172
Si	1.809	20.091	20.434	-0.073	-0.007	0.411
Si	3.991	17.736	20.3	-0.029	0.098	0.375
Si	1.123	26.024	20.882	0.151	0.395	-0.351
Si	4.13	22.982	20.213	-0.153	-0.033	-0.019
Si	1.352	31.408	20.112	-0.127	0.09	0.263
Si	3.722	29.17	20.299	0.128	0.12	0.341
Si	1.888	36.442	20.634	0.065	0.073	0.145
Si	4.101	34.342	20.056	0.037	-0.068	0.261
Si	1.516	42.292	20.261	-0.009	-0.25	0.132
Si	3.805	40.163	20.325	-0.24	0.204	-0.027
Si	1.276	48.096	20.858	0.235	-0.096	-0.227
Si	4.161	44.744	20.412	0.027	0.204	0.012
Si	1.552	53.196	20.408	0.035	-0.023	-0.188
Si	3.754	50.867	20.5	0.08	-0.039	-0.419
Si	1.631	58.517	20.557	-0.058	-0.004	0.06
Si	3.853	56.308	20.664	0.032	-0.114	-0.023
Si	1.218	64.232	21.066	0.066	0.061	-0.203
Si	4.494	60.941	20.83	0.117	-0.055	-0.272
Si	7.197	3.567	20.333	-0.219	0.048	0.094
Si	9.314	1.268	20.801	-0.054	0.141	-0.104
Si	7.039	9.037	20.551	-0.24	-0.087	0.299
Si	9.254	6.704	20.38	-0.241	-0.083	0.001
Si	7.148	14.799	20.633	0.082	-0.139	0.231
Si	9.239	12.472	20.569	0.016	-0.028	0.108
Si	6.347	20.85	20.552	-0.066	0.1	0.067
Si	9.791	17.819	21.086	-0.073	0.119	0.031
Si	7.094	25.808	20.532	-0.079	-0.083	0.206
Si	9.257	23.518	20.454	0.029	0.077	0.069
Si	6.206	32.088	20.51	-0.138	-0.037	-0.071
Si	9.619	29.276	20.763	0.045	-0.121	0.006
Si	7.663	36.77	20.815	-0.779	0.785	-0.774
Si	10.086	33.755	20.44	0.142	-0.173	0.147
Si	6.425	42.618	20.378	-0.063	0.09	-0.072
Si	9.083	39.874	20.539	0.292	-0.305	-0.751
Si	6.8	47.931	20.689	-0.084	0.022	-0.005
Si	9.55	45.122	20.574	-0.062	-0.165	-0.186
Si	6.885	52.966	20.817	-0.068	0.027	-0.004
Si	9.469	50.968	20.582	0.139	0.068	0.283
Si	6.733	58.829	20.31	0.009	-0.03	0.024
Si	8.821	56.581	20.655	-0.081	0.238	-0.079
Si	7.051	63.725	20.817	0.068	-0.008	-0.265
Si	9.384	61.536	20.293	-0.051	-0.056	0.173
Si	12.443	4.178	20.875	0.053	-0.113	-0.239
Si	14.696	1.957	20.842	0.282	-0.272	-0.179
Si	12.625	9.171	20.538	-0.315	-0.002	0.224
Si	15.864	6.029	20.757	0.192	0.06	-0.242
Si	12.592	14.561	20.651	-0.013	0.013	0.2
Si	14.816	12.229	20.684	-0.062	-0.054	0.277
Si	12.654	20.529	20.479	0.052	0.023	0.083
Si	14.603	18.125	20.633	0.221	-0.028	0.247
Si	12.888	25.554	20.559	-0.07	0.166	-0.025
Si	15.353	23.496	20.733	0.157	-0.049	-0.567
Si	12.269	31.643	19.913	0.217	0.062	0.475
Si	14.46	29.507	20.291	-0.188	0.023	0.13
Si	12.586	36.586	20.302	0.144	-0.1	0.021
Si	14.812	34.468	20.161	0.072	-0.137	0.179
Si	12.583	42.057	20.719	0.284	-0.012	-0.283
Si	14.865	39.779	20.719	0.136	-0.253	-0.085
Si	12.434	47.506	20.955	-0.131	0.406	-0.197
Si	15.792	44.567	20.822	0.246	-0.163	-0.528
Si	12.252	53.69	20.479	0.072	-0.036	0.012
Si	15.429	50.376	20.798	0.118	0.062	-0.155
Si	11.681	59.425	20.555	-0.318	-0.004	0.057
Si	14.9	56.158	20.099	0.017	0.22	0.076
Si	12.484	63.923	20.523	-0.071	-0.025	0.127
Si	14.686	61.805	20.576	-0.13	-0.029	0.119
Si	-1.211	1.078	25.84	-0.093	0.043	0.266
Si	2.378	2.23	25.049	0.142	0.146	0.307
Si	-4.811	6.261	23.344	-0.399	-0.058	0.401
Si	-4.108	14.223	28.627	-0.043	0.024	0.002
Si	4.581	12.114	23.87	-0.025	0.093	0.365
Si	1.478	16.588	23.244	0.02	0.111	0.399
Si	1.433	19.629	23.379	-0.086	-0.116	0.331
Si	1.743	23.59	22.353	0.304	-0.023	0.121
Si	-1.36	24.739	27.14	0.058	0.12	0.06
Si	2.684	29.419	22.973	0.172	0.038	0.52
Si	-1.181	31.678	24.875	-0.053	-0.098	0.164
Si	0.665	36.534	23.599	-0.18	-0.317	0.238
Si	-1.008	39.077	23.866	-0.192	0.125	0.19
Si	6.481	44.04	24.548	-0.064	-0.032	0.383
Si	-2.911	44.303	25.442	-0.078	-0.158	0.511
Si	3.071	47.453	23.531	-0.036	0.223	0.226
Si	-0.752	54.565	26.237	-0.022	0.119	0.156
Si	5.893	55.006	28.503	-0.101	-0.005	-0.03
Si	-0.052	54.6	22.234	0.099	0.121	0.187
Si	2.384	58.178	26.073	0.021	-0.053	0.146
Si	-0.279	59.928	22.685	0.033	0.018	-0.044
Si	2.937	62.523	23.016	-0.179	-0.075	0.148
Si	7.849	5.273	22.489	0.064	-0.065	0.108
Si	5.937	7.521	22.808	-0.27	0.167	0.044
Si	10.004	11.795	23.5	-0.119	0.093	0.4
Si	5.561	16.471	22.749	-0.165	-0.079	0.042
Si	7.368	19.076	22.782	0.078	0.177	0.368
Si	3.358	26.408	27.542	-0.05	0.01	0.075
Si	6.524	27.441	23.154	-0.01	-0.092	0.457
Si	7.381	30.417	22.734	0.058	0.085	0.424
Si	9.861	34.236	23.529	0.25	-0.158	0.435
Si	5.384	40.129	25.116	-0.219	0.004	0.644
Si	8.035	39.227	25.645	-0.011	0.002	0.37
Si	3.595	44.429	23.43	0.087	-0.124	0.325
Si	8.12	46.433	23.112	-0.023	0.019	0.345
Si	6.748	51.793	23.725	0.031	0.161	0.166
Si	5.122	49.488	22.527	-0.119	0.238	0.372
Si	4.414	55.79	23.674	-0.135	0.049	0.493
Si	8.641	59.844	27.696	-0.045	0.059	-0.001
Si	7.082	64.387	29.623	0.222	0.098	-0.522
Si	7.631	4.214	25.181	-0.213	0.022	0.458
Si	14.148	7.489	22.499	-0.052	0.161	0.156
Si	13.95	10.303	22.866	-0.241	0.29	0.135
Si	16.323	13.487	27.173	0.066	0.077	-0.004
Si	11.837	14.31	23.696	0.091	-0.037	0.335
Si	15.496	17.922	23.58	0.043	0.145	0.484
Si	11.15	22.388	22.601	-0.057	-0.056	0.042
Si	11.525	25.365	23.222	-0.122	0.158	0.521
Si	9.381	26.904	24.393	0.195	-0.059	0.295
Si	14.106	28.795	24.464	-0.034	0.147	0.437
Si	10.515	31.684	24.938	0.164	-0.074	0.296
Si	13.599	38.622	26.108	-0.195	-0.017	0.226
Si	10.379	37.622	21.85	0.191	-0.083	0.585
Si	14.725	41.341	25.824	-0.051	-0.029	0.192
Si	10.705	43.166	22.538	0.021	0.056	0.386
Si	14.139	45.921	22.84	-0.12	0.124	0.308
Si	12.756	48.257	23.816	-0.154	0.252	0.448
Si	14.265	52.52	22.625	-0.195	-0.045	0.167
Si	11.757	57.156	24.541	-0.029	0.264	0.384
Si	13.677	58.013	22.431	-0.107	-0.137	0.012
Si	9.355	62.474	24.559	-0.045	-0.158	0.524
Si	10.432	64.763	22.861	0.089	0.082	0.138
Si	0.03	3.467	26.756	-0.04	0.161	-0.003
Si	1.28	8.897	28.572	0.021	-0.036	-0.094
Si	2.438	9.738	23.962	0.192	-0.167	0.346
Si	3.708	15.019	24.755	-0.123	-0.129	0.226
Si	2.817	21.891	24.962	0.143	-0.149	0.256
Si	5.275	20.793	26.685	-0.063	-0.034	-0.016
Si	-0.24	28.261	22.433	-0.012	0.013	0.382
Si	5.168	30.342	26.934	-0.025	0.007	0.079
Si	1.201	31.787	23.165	0.132	0.002	0.281
Si	1.869	37.343	27.847	0.007	0.049	-0.071
Si	2.941	39.767	26.62	-0.031	-0.048	0.032
Si	3.64	48.677	26.169	0.03	0.082	0.2
Si	3.014	51.96	29.858	-0.112	0.147	-0.398
Si	5.269	53.556	25.791	-0.17	-0.08	0.205
Si	1.317	56.066	24.25	0.018	0.156	0.458
Si	6.707	61.035	25.68	0.051	-0.099	0.237
Si	1.264	60.963	25.239	0.027	-0.182	0.471
Si	4.425	65.723	25.917	-0.024	0.043	0.39
Si	12.706	0.356	27.51	0.052	0.016	0.021
Si	4.478	4.356	25.725	0.029	0.015	0.205
Si	8.532	9.754	26.521	-0.152	0.029	0.113
Si	7.462	12.451	25.334	0.033	0.042	0.322
Si	10.656	16.992	24.044	-0.08	0.048	0.476
Si	8.733	18.829	25.365	0.099	-0.083	0.25
Si	8.211	22.119	27.038	0.043	0	0.13
Si	6.84	18.064	30.653	-0.019	-0.042	-0.202
Si	4.181	27.994	25.062	-0.016	0.055	0.304
Si	10.312	26.49	27.333	0.161	0.155	0.043
Si	7.908	31.243	25.833	0.195	0.035	0.345
Si	5.404	34.183	29.081	0.029	-0.005	-0.2
Si	9.238	38.3	28.309	0.002	0.082	-0.024
Si	6.272	40.256	22.121	-0.185	0.21	0.215
Si	8.833	41.925	24.42	0.074	-0.048	0.675
Si	3.355	42.345	25.496	-0.084	-0.144	0.141
Si	7.398	50.401	28.851	-0.022	0.002	-0.274
Si	9.84	51.883	23.436	0.111	-0.182	0.387
Si	5.487	58.126	25.385	-0.03	0.113	0.397
Si	10.438	64.98	25.704	-0.046	0.027	0.39
Si	5.213	63.17	27.369	0.042	-0.035	0.07
Si	4.983	65.011	22.999	0.141	0.194	-0.047
Si	10.319	4.921	25.954	-0.176	-0.061	0.273
Si	11.379	9.089	27.026	-0.096	-0.102	0.155
Si	13.788	10.656	25.92	0.123	0.036	0.243
Si	16.804	10.666	26.159	-0.043	0.131	0.167
Si	13.652	13.816	26.022	0.052	0.072	0.069
Si	14.747	12.979	29.781	-0.032	0.164	-0.358
Si	13.776	16.799	28.381	0.093	0.074	-0.134
Si	18.651	25.527	31.854	-0.098	-0.117	-0.368
Si	11.319	29.134	23.307	-0.06	0.225	0.465
Si	15.841	33.912	23.001	-0.078	-0.029	0.366
Si	11.977	34.229	25.477	0.142	-0.113	0.154
Si	15.326	37.757	28.645	0.034	0.048	-0.097
Si	8.379	36.822	23.751	0.138	-0.124	0.51
Si	15.373	42.572	28.479	-0.098	-0.039	-0.133
Si	10.495	44.079	25.339	-0.059	-0.168	0.493
Si	11.541	47.816	26.657	0.059	0.1	0.197
Si	12.516	51.24	24.761	-0.163	-0.102	0.2
Si	10.42	54.983	22.71	0.106	-0.207	0.203
Si	17.156	56.369	28.254	0.013	-0.019	-0.141
Si	12.154	68.37	29.471	0.174	0.109	-0.227
Si	16.605	66.524	23.185	-0.039	0.036	0.104
Si	0.124	6.071	28.169	0.116	-0.013	0.08
Si	0.106	1.204	28.471	-0.075	-0.112	0.068
Si	4.072	7.469	25.249	-0.184	-0.105	0.232
Si	-0.667	15.919	30.229	0.228	0.026	-0.488
Si	-3.237	18.012	25.716	0.044	0.08	0.26
Si	2.776	14.701	27.627	-0.089	-0.117	0.093
Si	1.483	23.804	27.154	-0.058	0.057	0.054
Si	4.95	27.018	31.517	-0.057	0.018	-0.535
Si	-0.434	27.078	31.876	-0.153	-0.048	-0.373
Si	1.813	23.226	30.034	0.041	-0.164	-0.194
Si	1.501	34.951	26.084	-0.126	-0.197	0.103
Si	3.639	28.785	29.272	-0.17	-0.049	-0.285
Si	-0.082	40.223	30.199	0.034	-0.1	-0.46
Si	2.964	39.338	29.504	-0.088	0.003	-0.243
Si	-2.329	46.562	27.517	-0.044	-0.045	-0.046
Si	4.076	46.958	28.493	0.017	0.026	-0.057
Si	-6.222	55.079	27.953	0.064	-0.021	-0.063
Si	-0.009	51.862	27.165	0.118	-0.009	0.007
Si	-0.461	60.756	27.722	0.043	0.108	-0.135
Si	2.953	51.641	26.808	0.011	0.093	0.086
Si	-0.177	58.773	29.691	-0.041	0.002	-0.323
Si	9.267	2.126	26.259	-0.009	0.016	0.014
Si	9.368	3.1	28.969	0.038	-0.015	0.014
Si	4.226	8.964	28.019	0.031	0.091	-0.081
Si	11.199	6.464	28.673	-0.066	-0.139	-0.128
Si	3.742	11.928	28.649	0.011	0.035	-0.041
Si	10.21	8.737	24.401	-0.253	-0.155	0.2
Si	6.565	18.053	27.412	-0.071	-0.003	-0.096
Si	10.286	21.364	25.332	-0.029	0.073	0.214
Si	11.012	21.654	27.956	0.01	0.119	0.094
Si	2.674	31.361	30.036	-0.053	-0.098	-0.226
Si	8.301	31.016	30.136	0.172	-0.142	-0.333
Si	3.301	32.848	27.415	0.014	-0.067	-0.043
Si	6.928	43.542	29.638	0.115	0.081	-0.564
Si	7.715	35.865	29.175	0.099	0.021	-0.319
Si	6.393	48.077	27.17	0.098	0.09	0.08
Si	9.726	43.355	29.951	0.003	0.002	-0.418
Si	5.762	52.66	30.034	-0.035	-0.011	-0.276
Si	8.892	46.689	25.906	-0.042	-0.011	0.255
Si	7.76	56.973	27.438	0.004	0.025	-0.022
Si	8.376	61.844	29.93	0.086	0.062	-0.468
Si	4.022	58.697	30.781	-0.013	-0.212	-0.542
Si	8.364	5.661	29.596	-0.058	0.117	-0.355
Si	7.177	1.944	30.075	-0.075	0.026	-0.082
Si	9.84	11.5	32.639	-0.044	0.197	-0.316
Si	13.893	5.159	29.794	-0.119	0.055	-0.15
Si	9.624	15.385	29.33	0.021	-0.065	-0.313
Si	13.051	19.618	28.215	0.046	-0.011	-0.127
Si	18.9	16.315	30.314	0.096	-0.151	-0.217
Si	13.164	23.581	29.093	-0.107	0.067	-0.068
Si	13.954	21.199	30.455	0.279	0.269	-0.319
Si	12.645	28.407	30.588	-0.148	0.164	-0.411
Si	12.998	26.465	25.835	0.03	0.139	0.366
Si	7.916	33.149	27.954	0.21	0.03	-0.127
Si	14.895	33.936	26.706	-0.099	-0.143	0.061
Si	12.395	42.5	29.415	-0.066	-0.08	-0.586
Si	11.588	36.601	27.223	-0.004	0.035	-0.124
Si	4.956	44.151	27.292	0.152	-0.048	0.162
Si	10.614	40.458	30.121	-0.023	-0.03	-0.472
Si	12.793	55.545	26.82	0.252	-0.146	-0.008
Si	12.386	50.678	27.649	0.029	-0.015	-0.057
Si	13.038	59.781	27.649	-0.004	0.027	-0.157
Si	12.806	56.175	32.006	-0.121	0.213	-0.073
Si	12.689	67.042	32.154	-0.11	0.032	-0.065
Si	14.207	60.942	29.806	-0.01	0.176	0.123
Si	2.001	5.176	30.318	-0.059	-0.118	-0.219
Si	2.587	2.026	29.903	0.107	0.146	-0.263
Si	4.742	9.661	32.02	-0.185	0.183	-0.2
Si	-0.563	11.868	32.291	0.071	-0.306	-0.491
Si	3.497	6.957	32.397	-0.022	-0.127	-0.337
Si	2.536	19.156	31.5	0.076	-0.053	-0.29
Si	5.045	15.641	31.77	-0.045	0.056	-0.241
Si	5.805	25.39	29.136	-0.008	-0.003	-0.22
Si	5.378	20.627	31.543	0.073	-0.126	-0.372
Si	0.818	31.476	32.403	-0.153	-0.06	-0.23
Si	-2.635	35.318	29.173	0.045	-0.207	-0.117
Si	5.484	32.242	31.273	0.029	0.026	-0.617
Si	-1.538	44.835	32.565	0.024	0.021	-0.164
Si	4.305	39.787	32.316	-0.037	-0.115	-0.054
Si	-1.388	49.335	28.169	-0.046	0.076	-0.122
Si	2.037	46.865	30.852	0.042	-0.017	-0.391
Si	0.24	52.314	30.297	0.012	0.168	-0.214
Si	4.436	51.23	32.147	-0.034	0.107	-0.294
Si	4.521	56.24	32.364	-0.036	-0.005	-0.343
Si	5.172	61.333	29.828	0.111	-0.225	-0.561
Si	1.005	67.644	32.418	0.154	-0.037	-0.088
Si	3.26	56.04	29.721	-0.081	0.083	-0.279
Si	5.024	2.319	28.022	-0.108	0.13	-0.108
Si	7.163	4.018	32.093	0.05	-0.142	-0.351
Si	7.074	8.247	28.919	-0.085	-0.015	-0.315
Si	7.696	9.33	31.657	-0.106	-0.04	-0.36
Si	6.109	13.352	29.869	-0.054	-0.021	-0.315
Si	7.218	15.018	27.37	0.109	-0.019	0.073
Si	4.705	22.376	29.308	-0.008	0.101	-0.158
Si	9.941	17.501	31.309	-0.119	-0.094	-0.315
Si	9.291	25.468	31.437	-0.018	0.177	-0.36
Si	8.499	24.646	28.734	0.127	0.114	-0.122
Si	9.626	28.224	29.806	0.145	0.104	-0.138
Si	9.066	32.126	32.615	0.33	-0.284	-0.162
Si	9.065	34.942	31.872	0.016	-0.026	-0.386
Si	6.584	41.981	32.323	0.116	0.194	-0.14
Si	12.157	38.389	31.973	-0.311	0.084	-0.284
Si	7.939	48.662	31.345	-0.222	-0.017	-0.547
Si	8.14	45.65	31.239	0.168	-0.255	-0.433
Si	10.065	52.141	29.236	-0.096	0.039	-0.371
Si	4.516	61.851	32.707	-0.17	-0.038	-0.223
Si	6.379	64.185	32.588	-0.004	0.085	-0.329
Si	10.431	61.859	32.28	0.049	-0.078	-0.262
Si	14.308	-0.292	30.092	0.072	0.055	-0.405
Si	8.481	13.551	31.405	-0.217	0.16	-0.487
Si	15.905	4.564	31.928	-0.041	0.167	-0.296
Si	18.338	10.774	30.757	0.031	0.042	-0.309
Si	11.567	20.097	32.223	-0.014	0.083	-0.173
Si	14.825	16.545	32.919	0.101	0.01	-0.273
Si	12.027	26.021	32.579	0.047	0.297	-0.103
Si	16.73	21.197	31.754	-0.007	0.098	-0.499
Si	14.232	26.267	29.506	-0.133	0.26	-0.155
Si	14.755	29.78	32.025	-0.246	-0.034	-0.465
Si	12.14	35.457	31.595	0.11	-0.083	-0.239
Si	12.689	42.689	32.59	-0.252	-0.156	-0.375
Si	15.166	39.086	32.696	-0.081	0.22	-0.119
Si	9.912	50.897	32.089	-0.068	0.178	-0.128
Si	15.872	45.225	29.673	0.11	-0.03	-0.464
Si	14.705	53.946	32.252	0.209	-0.176	-0.011
Si	16.556	49.217	30.946	-0.079	0.216	-0.37
Si	12.234	56.995	29.1	0.135	-0.071	-0.14
Si	10.887	59.963	25.421	0.045	0.023	0.183
Si	13.211	62.902	31.699	0.285	-0.116	-0.349
Si	17.882	59.141	32.31	-0.041	0.139	-0.286
O	0.214	0.8	-1.241	0.012	-0.078	0.087
O	-0.138	2.973	-2.694	-0.255	-0.281	-0.204
O	1.86	2.959	-0.958	0.392	0.047	0.202
O	2.447	3.636	-4.311	0.184	-0.049	0.19
O	-0.34	4.956	-0.942	0.194	-0.204	-0.097
O	0.654	5.413	-3.244	-0.06	0.12	-0.095
O	2.235	7.777	-1.391	-0.125	0.287	0.197
O	4.03	6.165	-0.699	-0.086	-0.185	-0.007
O	1.29	9.71	-0.086	0.13	-0.246	0.06
O	3.661	12.496	-0.235	0.237	-0.263	0.638
O	-0.918	10.71	-1.033	0.147	0.068	0.326
O	3.363	10.255	-3.056	0.188	-0.156	0.37
O	1.771	14.629	-0.246	-0.108	-0.121	0.629
O	-0.038	16.211	-1.107	0.035	0.181	-0.052
O	4.236	17.618	-0.201	-0.024	0.198	0.121
O	2.297	18.805	-1.347	-0.023	-0.274	0.383
O	0.434	21.313	-1.05	-0.203	0.229	0.324
O	1.262	20.066	-3.344	-0.145	0.021	0.016
O	2.221	24.397	-1.38	0.08	-0.285	0.517
O	4.536	21.449	-6.439	-0.304	-0.054	-0.011
O	-0.916	26.971	-0.997	0.155	0.165	0.379
O	1.217	26.041	0.262	0.115	-0.015	-0.1
O	1.694	30.289	-1.287	0.338	-0.245	0.275
O	3.776	28.811	-0.476	0.157	-0.243	0.226
O	-1.458	34.055	-0.447	-0.14	-0.011	0.254
O	0.723	32.692	-0.949	0.215	0.157	0.119
O	1.694	36.447	-0.463	-0.26	0.251	0.199
O	3.749	34.396	-0.517	0.358	-0.384	0.376
O	-3.554	35.42	-1.354	0.403	0.24	0.332
O	-0.234	37.827	-1.487	-0.156	-0.11	-0.326
O	1.388	42.36	-0.547	0.063	-0.17	0.317
O	3.058	40.58	-1.419	-0.163	0.188	-0.079
O	-0.124	44.452	-1.162	-0.037	0.249	-0.145
O	-1.642	46.162	-5.494	0.034	0.25	0.157
O	2.345	46.519	-1.991	0.251	-0.073	0.634
O	-1.342	44.689	-3.451	-0.066	0.091	0.448
O	-0.795	48.881	-4.789	-0.124	0.013	0.273
O	-0.291	48.842	-1.931	-0.008	-0.162	0.719
O	3.519	52.208	-1.364	0.161	-0.207	0.111
O	1.413	53.437	-0.497	0.044	-0.182	0.513
O	-0.692	54.817	-1.202	0.187	-0.046	0.13
O	-5.658	56.298	-5.511	-0.065	-0.148	0.294
O	3.71	56.358	-0.651	-0.335	-0.012	0.341
O	4.926	57.726	-2.652	0.046	0.14	0.365
O	1.677	57.997	-0.98	0.003	-0.131	0.414
O	0.678	60.347	-1.376	-0.119	0.155	0.237
O	1.464	64.254	-0.457	0.159	-0.197	0.217
O	3.085	62.148	-0.996	0.157	0.001	-0.007
O	3.963	1.467	-0.406	0.045	0.013	0.505
O	5.804	-0.006	-1.349	0.33	-0.055	-0.025
O	8.245	3.541	-1.214	0.152	-0.141	0.377
O	6.48	2.69	-3.058	-0.091	0.227	0.321
O	5.974	4.747	-1.491	-0.007	0.241	0.176
O	8.006	8.734	-4.254	0.209	0.043	0.425
O	7.86	8.213	-1.558	0.311	-0.324	0.264
O	4.935	10.292	-0.927	-0.044	-0.194	-0.208
O	6.216	9.986	-3.002	0.202	0.242	-0.186
O	9.331	12.071	-0.316	0.18	-0.019	0.048
O	6.377	14.23	-5.898	0.045	-0.04	0.123
O	5.458	15.538	-1.075	0.127	-0.074	0.426
O	5.507	14.278	-3.378	-0.146	-0.108	0.331
O	9.133	18.085	-0.259	0.163	-0.278	0.227
O	7.093	20.071	-0.182	-0.216	0.312	0.323
O	5.418	21.481	-1.493	-0.106	0.398	0.168
O	5.726	21.662	-4.082	0.311	-0.09	0.338
O	8.428	25.266	-1.594	0.067	-0.182	0.506
O	5.405	19.124	-7.583	0.077	-0.106	0.139
O	7.314	25.761	-5.787	-0.17	-0.057	-0.095
O	5.762	27.474	-1.563	-0.158	0.188	0.303
O	9.145	26.993	-3.632	-0.156	-0.204	0.173
O	8.145	31.122	-0.885	-0.406	-0.271	0.22
O	6.807	31.386	-3.672	-0.258	0.179	0.332
O	5.407	32.409	-1.526	0.094	0.027	0.553
O	8.923	35.726	-1.143	0.117	0.063	0.306
O	8.331	33.484	-2.354	-0.251	0.004	0.042
O	6.74	37.005	-0.508	-0.047	-0.204	0.556
O	4.66	38.44	-1.246	0.083	0.062	0.081
O	7.973	41.589	-1.33	-0.132	0.007	0.046
O	9.558	39.698	-0.441	0.021	0.059	0.465
O	5.904	43.236	-1.328	0.063	0.001	-0.189
O	4.108	44.992	-0.782	0.082	-0.038	0.176
O	7.762	45.814	-1.611	-0.056	0.082	0.567
O	8.373	47.193	-3.667	-0.061	0.034	0.12
O	7.07	48.59	-1.676	-0.323	-0.288	0.45
O	4.845	49.941	-1.407	-0.1	-0.023	-0.081
O	8.818	51.695	-1.426	-0.036	-0.182	-0.039
O	7.071	53.452	-0.489	-0.124	-0.109	0.25
O	5.767	55.3	-1.607	-0.159	-0.112	0.181
O	7.184	58.684	-0.524	-0.282	0.177	0.457
O	9.345	56.657	-0.565	0.229	-0.081	0.395
O	4.861	59.726	-4.58	-0.196	-0.056	0.149
O	4.383	61.979	-3.331	-0.295	0.186	0.396
O	7.897	63.993	-1.28	-0.13	-0.14	0.218
O	9.953	62.513	-0.716	-0.26	0.096	0.078
O	9.592	1.527	-0.401	0.066	0.021	0.251
O	11.75	0.396	-1.374	-0.422	-0.023	0.42
O	13.395	2.502	-1.266	-0.062	0.181	0.049
O	13.511	3.625	-5.057	0.2	-0.216	0.037
O	11.871	4.479	-0.395	0.322	-0.058	0.351
O	9.836	6.56	-0.482	-0.158	0.198	0.43
O	12.72	9.092	-0.318	-0.428	0.761	0.209
O	14.665	7.095	-0.272	0.355	-0.209	0.583
O	11.273	10.804	-1.53	-0.137	0.234	0.065
O	7.837	13.874	-1.54	0.109	-0.177	0.462
O	15.503	13.235	-1.272	-0.261	0.014	0.122
O	13.833	15.298	-1.024	-0.062	-0.261	-0.161
O	10.411	16.563	-1.818	0.31	0.008	0.287
O	10.329	16.774	-4.563	0.103	0.092	0.348
O	12.415	19.636	-0.892	-0.017	-0.18	0.278
O	14.433	17.958	-0.82	0.108	0.094	0.309
O	9.584	23.249	-0.31	0.13	-0.065	-0.111
O	10.664	21.309	-1.555	0.002	0.208	0.067
O	14.981	23.236	-0.451	0.167	-0.331	0.258
O	13.138	24.984	-1.25	-0.065	-0.023	-0.011
O	11.297	26.779	-0.621	0.232	-0.265	-0.184
O	12.708	27.237	-2.693	0.194	-0.29	0.115
O	14.252	29.518	-0.867	0.108	0.125	0.373
O	13.416	29.777	-3.359	0.163	0.047	0.4
O	12.352	31.283	-0.255	0.012	-0.061	0.623
O	10.336	32.684	-0.964	0.12	0.024	0.193
O	13.751	38.69	-2.396	0.288	0.084	0.01
O	11.956	37.017	-3.309	0.173	-0.002	-0.066
O	11.565	38.073	-0.968	0.062	-0.276	0.268
O	13.039	41.271	-1.122	0.06	-0.118	0.302
O	14.94	39.724	-0.233	-0.213	-0.162	0.045
O	11.231	43.214	-1.326	0.199	0.152	0.108
O	9.791	45.115	-0.295	-0.305	0.119	-0.015
O	12.398	48.035	-0.739	-0.029	0.037	0.457
O	14.293	46.3	-1.423	-0.048	-0.184	-0.215
O	11.158	50.378	-1.404	0.101	-0.128	-0.019
O	10.289	51.908	-3.571	-0.069	0.117	0.269
O	13.771	52.933	-1.262	-0.025	-0.371	0.003
O	15.099	50.812	-0.6	0.009	-0.217	0.075
O	11.469	55.582	-1.645	-0.09	-0.089	-0.027
O	12.412	58.436	-6.078	-0.24	-0.16	0.2
O	13.738	57.016	-1.365	0.171	0.114	0.37
O	12.382	58.885	-0.24	0.155	0.157	0.148
O	10.987	60.421	-1.597	0.074	0.063	0.192
O	15.157	61.643	-0.307	-0.015	0.03	0.091
O	13.437	63.364	-1.191	0.093	-0.027	0.28
O	2.678	2.752	21.222	-0.03	-0.075	-0.497
O	0.663	4.925	21.231	-0.498	0.253	-0.358
O	4.409	0.678	22.128	0.071	-0.054	0.117
O	2.982	0.791	25.569	-0.272	0.088	-0.019
O	-1.502	11.468	22.199	0.262	0.159	-0.188
O	2.874	7.882	20.962	-0.197	0.089	-0.279
O	4.902	6.625	21.899	0.118	0.069	-0.053
O	3.718	10.755	24.198	-0.111	-0.167	0.114
O	1.21	15.977	21.749	0.158	0.066	-0.243
O	2.803	13.811	21.275	-0.046	-0.283	-0.367
O	4.688	12.23	22.237	-0.174	-0.107	-0.581
O	6.07	12.1	24.554	-0.11	-0.093	-0.345
O	1.545	20.543	22.025	0.088	0.129	-0.453
O	-0.155	19.373	23.663	-0.151	-0.108	-0.112
O	4.388	16.916	21.702	-0.104	-0.109	-0.365
O	2.992	18.976	20.724	-0.203	-0.094	-0.352
O	1.64	25.251	22.287	-0.028	0.266	-0.03
O	-0.147	26.936	21.481	-0.071	-0.236	-0.093
O	2.921	23.383	21.244	0.046	-0.013	0.216
O	6.835	21.312	26.732	0.036	0.119	-0.049
O	2.637	30.409	20.298	-0.099	-0.083	0.066
O	0.706	31.555	21.629	-0.015	0.108	-0.478
O	4.92	29.248	25.77	0.077	-0.023	-0.322
O	3.886	28.983	21.96	0.074	-0.278	-0.318
O	1.357	36.838	22.151	0.102	0.06	-0.314
O	0.181	37.988	24.175	0.035	-0.006	-0.106
O	3.083	35.308	20.996	-0.136	0.143	-0.449
O	5.01	33.211	20.9	0.287	0.023	-0.577
O	0.52	43.342	21.157	-0.298	0.158	-0.207
O	2.688	41.274	21.02	0.191	-0.191	-0.309
O	4.938	39.608	21.414	-0.119	-0.029	0.21
O	6.61	39.849	26.168	-0.041	0.171	-0.227
O	0.173	49.263	21.289	-0.328	0.025	-0.342
O	2.002	47.614	22.3	-0.249	-0.171	-0.274
O	3.292	44.564	21.835	-0.199	-0.139	-0.445
O	3.256	45.906	24.02	0.056	0.052	-0.002
O	2.751	52.132	20.636	-0.036	-0.051	0.002
O	1.212	53.608	21.988	0.051	-0.003	-0.145
O	5.129	54.667	24.613	0.149	0.009	-0.19
O	3.907	50.492	22.119	0.133	-0.011	-0.091
O	0.217	60.398	24.151	-0.09	-0.292	-0.395
O	0.968	59.3	21.85	0.261	0.153	-0.153
O	4.548	55.634	22.044	-0.106	-0.053	-0.385
O	2.725	57.42	21.216	-0.331	0.106	-0.542
O	1.808	62.909	21.885	-0.116	0.11	0.007
O	0.753	65.258	22.307	-0.082	-0.214	-0.255
O	3.876	61.364	22.328	-0.095	-0.152	-0.248
O	5.713	59.827	21.217	-0.07	0.008	-0.441
O	6.707	4.589	21.536	0.215	0.154	-0.013
O	7.283	6.662	23.088	0.27	-0.196	0.309
O	8.19	2.462	21.137	0.049	0.107	-0.573
O	8.147	4.176	23.643	-0.064	0.191	-0.224
O	7.774	11.199	26.359	0.165	0.025	0.184
O	6.268	8.964	22.065	0.062	0.007	-0.284
O	9.245	5.646	21.697	0.166	0.275	-0.192
O	8.303	7.999	20.792	-0.052	0.045	-0.096
O	6.492	15.329	22.059	-0.081	0.067	-0.04
O	8.211	13.63	21.185	-0.112	-0.105	-0.398
O	9.799	11.695	21.9	-0.006	-0.009	-0.216
O	10.431	10.285	23.936	0.049	-0.005	-0.221
O	5.23	22.014	20.973	0.3	-0.267	-0.493
O	6.591	20.311	22.091	-0.045	-0.04	-0.105
O	10.687	17.345	22.434	-0.22	-0.058	-0.645
O	8.575	18.721	21.745	0.071	-0.137	-0.037
O	6.397	26.406	21.911	-0.04	0.145	-0.331
O	8.148	24.62	21.044	0.038	-0.036	-0.571
O	9.78	22.719	21.8	-0.159	0.005	0.103
O	6.508	31.586	22.044	-0.127	0.002	0.16
O	7.484	30.881	24.304	-0.283	-0.267	-0.546
O	8.731	30.259	21.796	0.059	-0.008	-0.246
O	10.895	28.886	21.748	0.181	-0.264	-0.192
O	9.622	34.291	21.931	-0.35	0.105	-0.419
O	7.312	36.856	22.47	-0.117	-0.311	-0.562
O	11.265	30.656	23.922	-0.125	0.068	-0.404
O	9.585	32.711	24.054	-0.018	0.263	-0.113
O	5.599	44.004	20.713	-0.189	-0.196	-0.025
O	6.33	41.875	21.873	0.087	-0.004	-0.071
O	7.749	39.783	21.591	0.16	0.133	-0.045
O	10.323	39.184	21.4	0.176	0.022	0.206
O	7.157	47.413	22.245	-0.303	0.19	-0.59
O	8.867	47.225	24.346	-0.102	0.188	-0.257
O	9.139	45.836	22.004	0.038	0.14	-0.53
O	10.481	43.841	21.074	0.21	-0.085	0.056
O	6.43	52.804	22.45	-0.155	0.424	-0.485
O	8.189	51.969	20.797	0.208	-0.01	-0.083
O	9.97	47.479	26.818	-0.015	0.165	0.092
O	10.151	50.954	22.117	0.169	-0.345	-0.437
O	7.764	57.812	21.173	0.311	-0.176	-0.268
O	10.967	58.598	24.516	0.124	-0.206	-0.069
O	9.186	55.834	22.084	-0.034	0.179	-0.136
O	6.291	64.376	22.2	0.352	-0.009	-0.097
O	8.16	62.45	21.089	0.188	0.151	-0.026
O	11.213	65.092	24.269	0.115	-0.057	-0.236
O	9.423	66.262	25.663	0.098	0.108	-0.204
O	11.846	5.202	22.084	0.046	-0.325	-0.471
O	14.812	8.914	22.937	0.29	-0.101	0.077
O	13.515	2.997	21.441	0.305	-0.157	-0.373
O	15.618	1.716	22.188	-0.146	0.135	-0.004
O	12.584	10.068	21.96	-0.124	-0.026	-0.146
O	12.402	14.196	27.005	-0.238	-0.057	-0.105
O	15.318	6.396	22.276	-0.028	0.095	0.257
O	13.378	10.555	24.357	-0.137	0.193	-0.21
O	12.029	14.837	22.175	0.123	0.286	-0.427
O	13.799	13.488	20.993	-0.169	0.044	-0.348
O	13.172	13.02	29.313	0.08	0.003	0.198
O	13.805	12.228	26.223	-0.201	-0.046	-0.07
O	12.194	21.564	21.683	0.188	0.133	-0.182
O	13.574	19.327	21.188	0.134	-0.066	-0.492
O	16.484	16.721	24.088	0.092	0.128	-0.383
O	15.121	17.499	22.06	-0.163	-0.32	-0.216
O	9.934	25.704	23.424	-0.084	-0.341	-0.266
O	12.082	26.092	21.888	-0.195	0.104	0.095
O	14.115	24.548	21.186	-0.409	-0.058	-0.127
O	16.588	23.121	21.891	-0.517	0.09	-0.058
O	13.311	30.642	20.768	-0.074	-0.235	-0.426
O	11.305	32.652	20.853	-0.173	0.12	-0.264
O	15.479	28.071	23.915	0.346	-0.219	-0.394
O	15.166	29.32	21.746	0.148	-0.122	0.18
O	11.45	34.532	23.94	-0.175	0.135	-0.307
O	11.908	37.101	21.73	-0.463	-0.063	0.125
O	15.461	33.684	21.449	-0.024	0.115	-0.366
O	13.679	35.466	20.851	0.145	0.014	-0.303
O	12.113	42.38	22.298	0.037	0.194	-0.034
O	13.703	40.881	21.035	-0.274	0.097	-0.097
O	15.572	40.549	24.638	0.287	-0.221	-0.281
O	15.338	39.25	22.239	0.018	-0.012	-0.58
O	13.239	46.115	21.46	-0.212	0.013	-0.139
O	11.903	48.199	22.405	-0.044	-0.121	-0.576
O	13.508	44.891	23.928	0.12	-0.088	-0.501
O	15.545	45.291	22.312	-0.01	-0.15	0.02
O	11.538	54.772	21.527	0.253	0.134	-0.338
O	13.362	52.795	21.3	0.049	0.011	-0.175
O	13.05	49.791	24.234	0.072	-0.043	-0.31
O	13.281	52.365	23.9	0.295	0.068	-0.151
O	10.463	60.489	21.112	0.242	-0.229	-0.389
O	12.464	58.985	21.942	0.019	0.009	-0.002
O	14.053	56.961	21.259	-0.269	-0.211	-0.09
O	15.802	54.939	20.752	0.17	-0.075	-0.052
O	9.606	66.059	22.244	-0.108	-0.137	-0.34
O	11.582	64.452	21.782	-0.061	0.21	-0.161
O	13.534	62.83	21.239	0.139	0.162	-0.563
O	15.459	61.177	21.892	-0.063	0.212	0.036
O	-1.08	2.735	25.774	0.061	-0.148	-0.077
O	-0.735	0.392	24.443	0.044	0.135	-0.006
O	1.496	2.977	26.214	-0.01	-0.276	-0.022
O	3.617	3.302	24.775	-0.108	-0.309	-0.133
O	1.925	9.746	22.412	-0.282	0.193	-0.647
O	-5.899	7.57	23.26	0.031	-0.255	-0.101
O	0.432	12.301	26.188	-0.135	-0.068	-0.011
O	-0.674	12.721	28.502	0.173	-0.234	0.355
O	3.835	13.413	24.53	0.092	-0.047	0.013
O	2.11	18.125	23.245	0.265	-0.111	0.015
O	-4.633	17.78	24.933	-0.117	0.175	-0.106
O	2.07	20.476	24.619	-0.239	-0.047	-0.116
O	2.432	22.939	23.725	-0.203	0.354	-0.357
O	2.463	25.064	27.478	-0.027	0.023	0.149
O	0.068	24.287	26.501	0.08	-0.054	-0.004
O	-2.754	27.961	25.797	-0.131	0.076	0.036
O	1.247	28.891	22.44	-0.172	-0.134	-0.042
O	2.877	28.617	24.353	-0.19	0.242	-0.04
O	0.289	31.138	24.379	0.176	0	-0.183
O	-1.576	32.908	23.843	0.194	0.08	-0.361
O	-0.616	35.499	23.383	-0.054	0.198	-0.07
O	1.657	35.77	24.667	-0.065	0.132	-0.077
O	3.47	40.139	28.147	-0.17	-0.177	-0.029
O	-1.057	39.195	29.388	-0.228	0.238	0.258
O	2.333	41.132	25.924	0	0.021	-0.163
O	3.703	43.23	26.816	-0.305	0.027	0.029
O	-2.312	42.777	25.349	0.065	0.101	-0.294
O	-2.087	45.35	26.424	0.101	0.06	-0.065
O	5.823	49.221	21.068	0.069	0.008	-0.177
O	3.14	47.961	27.57	-0.193	0.127	-0.025
O	-1.211	53.797	23.051	-0.103	0.203	-0.138
O	-2.31	55.033	25.989	0.037	0.135	-0.303
O	2.795	51.301	28.4	-0.083	-0.304	0.21
O	6.038	54.226	27.072	0.235	-0.009	0.085
O	0.39	55.085	25.183	0.259	-0.076	-0.204
O	0.452	56.024	22.867	-0.142	-0.012	-0.27
O	2.15	59.788	25.963	-0.162	0.299	0.075
O	1.556	57.597	24.767	-0.05	-0.174	-0.066
O	1.686	57.312	27.28	0.116	0.143	-0.095
O	0.334	61.522	26.506	-0.061	0.117	0.108
O	3.827	63.873	23.209	0.114	0.108	-0.035
O	2.249	62.03	24.451	0.208	0.095	-0.285
O	7.819	2.708	25.788	-0.147	0.031	0.081
O	9.297	1.917	27.868	-0.14	-0.128	0.257
O	3.815	5.865	25.587	-0.088	0.041	-0.146
O	5.327	7.753	24.28	0.366	0.119	-0.149
O	11.237	12.809	23.833	0.177	-0.242	-0.227
O	8.689	12.418	24.254	0.211	-0.127	-0.348
O	6.443	17.782	23.079	0.038	0.046	0.214
O	4.97	15.845	24.139	0.385	0.097	-0.244
O	9.98	19.806	25.719	0.169	-0.051	0.127
O	7.823	19.606	24.259	-0.291	0.096	-0.377
O	9.92	25.117	28.106	0.024	-0.373	0.35
O	4.37	21.376	25.394	-0.095	0.085	0.054
O	5.206	27.231	24.07	0.017	-0.059	-0.295
O	3.553	26.862	26.018	-0.115	-0.074	-0.214
O	4.327	31.75	26.721	0.168	0.049	-0.215
O	6.351	33.076	28.355	-0.268	-0.184	0.243
O	9.361	36.739	20.876	-0.12	-0.109	0.16
O	8.747	35.272	24.182	-0.03	0.166	-0.123
O	4.139	39.198	25.643	-0.02	0.17	0.029
O	4.793	41.65	25.092	0.028	0.2	-0.096
O	6.023	39.813	23.668	0.252	-0.28	-0.558
O	8.72	40.326	24.654	-0.038	0.082	-0.428
O	5.146	44.007	23.638	0.094	-0.183	-0.121
O	7.347	45.235	23.88	0.117	-0.013	0.013
O	9.387	45.121	25.934	-0.093	-0.062	-0.098
O	4.523	48.082	23.088	0.075	-0.145	0.132
O	6.14	50.279	23.522	0.052	-0.11	-0.275
O	6.15	52.367	25.13	0.164	-0.363	-0.256
O	8.344	51.605	23.985	0.146	-0.147	-0.065
O	5.133	57.237	24.047	0.072	0.078	-0.24
O	6.78	57.431	26.173	0.115	-0.082	-0.145
O	7.276	60.511	27.117	0.009	0.148	-0.042
O	10.521	61.302	24.547	-0.128	-0.072	-0.315
O	4.201	64.285	26.706	-0.23	0.158	-0.268
O	6.301	64.063	28.221	0.302	0.172	-0.029
O	5.201	1.123	26.925	0	0.02	-0.117
O	12.19	1.726	28.204	0.069	0.057	0.095
O	13.058	6.959	23.588	0.094	0.301	-0.093
O	11.135	5.397	24.639	0.321	0.266	-0.454
O	13.415	7.762	21.033	0.121	0.148	-0.063
O	15.286	10.068	26.166	-0.141	0.003	-0.132
O	15.122	14.386	26.492	-0.147	-0.044	-0.073
O	10.799	15.397	24.333	0.046	0.026	-0.162
O	12.927	15.637	29.116	0.076	0.113	0.12
O	15.356	16.547	28.755	-0.145	0.134	0.238
O	14.242	18.06	24.54	0.098	-0.148	-0.207
O	10.795	21.395	23.82	0.141	0.059	-0.136
O	11.802	23.767	23.172	0.26	0.028	0.116
O	12.246	26.066	24.477	-0.29	0.116	-0.454
O	9.471	26.492	25.956	-0.219	0.055	-0.141
O	10.278	28.254	24.209	-0.168	0.057	0.072
O	14.273	30.367	24.88	-0.034	-0.156	-0.281
O	12.872	28.681	23.407	0.07	0.025	-0.193
O	8.649	31.966	28.833	-0.057	0.151	0.162
O	9.51	30.813	25.923	-0.015	0.134	-0.267
O	14.056	38.405	24.55	-0.121	-0.203	-0.285
O	12.181	37.848	26.329	-0.004	0.006	-0.147
O	9.014	39.089	26.92	0.138	0.124	-0.089
O	9.831	37.487	23.374	0.27	0.133	-0.409
O	15.693	41.77	27.089	-0.108	-0.234	-0.059
O	13.574	40.262	26.338	-0.022	0.142	0.048
O	10.733	44.285	23.731	0.248	0.244	-0.239
O	9.487	42.139	22.933	0.1	0.139	-0.349
O	14.153	47.42	23.54	0.241	-0.19	-0.122
O	11.96	44.212	26.041	0.193	0.154	0.042
O	10.902	51.397	24.582	-0.103	0.066	-0.056
O	2.681	48.212	24.93	0.083	0.161	-0.105
O	15.094	51.165	22.235	0.035	0.085	-0.127
O	12.191	56.872	26.078	0.041	0.067	-0.246
O	10.913	55.886	23.978	-0.172	-0.461	-0.119
O	13.149	57.202	23.722	0.124	-0.171	-0.146
O	14.991	58.806	22.902	0.166	0.058	0.074
O	9.487	63.439	23.225	0.085	-0.018	-0.318
O	9.628	63.544	25.807	-0.16	0.052	-0.014
O	11.459	65.094	26.965	0.02	-0.113	-0.107
O	15.762	65.966	29.643	-0.238	-0.14	0.126
O	-0.255	2.819	28.264	0.088	-0.124	0.173
O	-0.008	5.11	26.817	0.04	-0.184	0.079
O	10.422	3.262	25.93	-0.006	0.096	-0.089
O	2.792	8.225	24.544	-0.169	-0.145	-0.201
O	1.156	10.248	24.805	-0.221	0.121	-0.342
O	1.162	10.071	27.459	-0.056	0.229	0.129
O	3.49	13.234	27.727	0.125	-0.178	-0.1
O	3.493	15.377	26.333	0.223	0.086	-0.204
O	4.848	26.201	28.135	0.047	-0.048	-0.049
O	8.77	24.359	30.329	0.116	0.001	0.314
O	3.238	22.451	30.001	-0.053	0.039	0.163
O	2.214	22.669	26.261	0.107	-0.21	0.066
O	1.125	26.692	31.823	0.289	-0.041	-0.026
O	2.149	24.77	30.417	-0.138	0.295	0.284
O	2.452	29.758	29.822	0.076	0.185	-0.055
O	4.68	29.637	28.324	0.05	-0.158	0.129
O	2.652	31.049	23.281	-0.061	-0.136	-0.216
O	-0.119	34.725	26.325	0.117	-0.021	-0.191
O	2.322	33.522	26.269	-0.146	0.101	0.038
O	1.837	38.578	26.754	-0.133	-0.07	0.056
O	2.217	35.922	27.181	0.109	0.099	-0.117
O	1.485	39.9	29.917	-0.088	-0.091	0.093
O	3.561	50.299	26.158	0.038	-0.214	-0.335
O	5.241	48.289	26.016	-0.01	0.158	-0.195
O	-0.888	52.942	26.313	-0.206	-0.15	-0.254
O	1.42	51.945	26.374	-0.252	-0.149	-0.103
O	4.216	53.027	29.692	-0.035	-0.008	0.173
O	3.867	52.918	26.367	-0.191	0.015	0.074
O	2.839	55.531	24.07	0.143	0	-0.229
O	-0.174	55.201	27.617	0.087	0.033	0.215
O	4.028	58.035	26.192	0.024	-0.145	0.202
O	5.915	59.712	25.052	-0.148	0.048	-0.248
O	5.74	62.301	26.076	-0.037	-0.024	-0.313
O	4.622	62.079	28.461	-0.151	0.103	0.074
O	-0.328	57.298	29.037	-0.113	0.066	0.034
O	1.416	67.47	23.776	-0.219	-0.042	-0.376
O	5.308	65.521	24.538	0.281	0.153	-0.333
O	9.851	6.374	29.619	-0.069	0.232	0.332
O	4.499	3.689	27.253	0.164	0.019	-0.006
O	2.836	8.376	28.638	-0.029	-0.167	0.078
O	6.042	4.564	25.272	0.238	0.251	-0.278
O	10.032	10.029	27.16	-0.029	-0.118	0.134
O	7.377	13.919	26.127	0.074	0.123	-0.101
O	4.059	10.58	27.782	-0.063	0.003	0.055
O	8.714	8.853	25.136	-0.008	-0.002	-0.194
O	13.262	14.312	24.52	0.115	0.018	-0.084
O	9.222	17.431	24.688	-0.144	-0.134	-0.065
O	6.717	18.226	29.026	0.118	-0.161	0.053
O	5.786	16.903	31.07	-0.038	0.032	0.07
O	11.561	20.214	28.466	-0.006	-0.215	-0.096
O	7.977	18.524	26.756	0.015	0.275	0.03
O	7.845	23.482	27.811	0.047	-0.107	0.016
O	9.376	21.501	28.055	-0.161	-0.131	-0.041
O	8.944	22.293	25.578	0.063	0.171	-0.166
O	11.713	22.881	28.784	0.11	0.09	-0.121
O	7.824	27.131	24.077	-0.245	0.209	-0.262
O	9.836	27.74	28.258	0.05	-0.173	0.037
O	6.805	30.564	26.855	0.066	0.116	-0.064
O	7.987	32.818	26.353	-0.185	-0.033	0.073
O	9.455	31.298	31.263	-0.039	0.168	0.285
O	4.038	34.082	28.217	-0.154	0.112	-0.029
O	5.354	33.761	30.655	-0.101	0.09	0.315
O	8.454	34.675	28.272	-0.101	0.131	0.219
O	7.936	37.403	28.688	0.06	-0.028	-0.013
O	6.04	44.376	26.092	0.252	0.116	-0.298
O	7.805	37.74	24.979	-0.227	-0.245	-0.283
O	11.166	43.586	29.167	-0.111	-0.188	0.077
O	9.868	42.571	25.534	-0.183	0.104	-0.172
O	7.388	42.679	24.546	-0.142	-0.245	-0.25
O	8.419	43.343	28.937	0.033	-0.157	0.047
O	7.449	46.952	26.63	0.114	-0.299	-0.221
O	6.257	51.563	28.929	-0.161	0.071	-0.041
O	8.919	55.807	27.139	0.116	-0.148	0.009
O	9.979	53.492	23.191	0.139	0.163	-0.138
O	6.797	56.343	28.574	0.073	0.146	0.274
O	9.141	60.828	28.897	0.017	0.038	0.183
O	6.798	61.432	29.965	0.071	0.173	0.085
O	8.445	63.455	29.553	0.014	0.015	0.178
O	7.904	61.682	24.733	-0.007	0.164	-0.277
O	8.739	68.041	30.294	-0.002	-0.069	-0.098
O	10.854	69.308	29.229	-0.17	0.183	0.155
O	10.997	5.612	27.272	0.034	-0.142	-0.195
O	11.839	2.109	30.938	-0.187	0.138	0.149
O	11.448	8.027	28.252	0.064	0.152	0.151
O	15.133	5.777	28.947	-0.116	-0.05	-0.086
O	11.254	8.31	25.595	-0.064	-0.292	-0.373
O	12.752	9.955	26.964	0.073	-0.031	-0.056
O	19.574	6.018	31.093	0.27	0.109	0.115
O	17.438	9.563	30.066	-0.006	0.026	0.078
O	10.736	14.218	29.047	0.047	-0.236	0.132
O	8.694	14.934	30.59	-0.062	-0.043	0.404
O	18.771	15.499	24.011	0.065	0.057	-0.309
O	13.252	19.397	26.599	0.007	-0.043	0.039
O	13.222	18.199	28.981	-0.247	0.1	0.309
O	13.538	16.803	26.762	-0.064	0.087	0.059
O	14.162	25.346	25.935	0.091	-0.025	-0.2
O	17.505	23.131	28.581	-0.22	-0.032	0.289
O	6.65	28.973	22.642	-0.206	-0.039	-0.445
O	11.921	26.461	27.066	-0.015	0.041	0.076
O	17.393	33.409	23.333	0.022	-0.141	0.103
O	15.153	32.343	26.377	0.206	-0.153	0.014
O	11.574	32.644	25.778	-0.105	0.029	0.005
O	14.66	36.617	29.597	0.122	-0.004	0.129
O	14.642	37.947	27.178	0.04	0.003	-0.124
O	16.81	37.183	28.462	0.031	-0.35	-0.092
O	10.428	37.22	28.151	-0.01	0.075	-0.042
O	9.562	39.433	29.425	-0.003	0.153	0.025
O	13.732	42.813	28.536	-0.169	0.19	-0.058
O	15.936	41.72	29.73	-0.114	0.025	0.16
O	9.845	41.834	30.616	-0.056	0.126	0.09
O	2.76	43.279	24.284	0.073	0.138	-0.162
O	11.602	49.365	27.114	-0.184	0.06	-0.193
O	12.461	46.854	27.617	0.07	-0.172	0.12
O	11.976	47.576	25.092	0.08	-0.016	-0.245
O	12.899	51.478	26.324	-0.06	0.075	-0.188
O	13.281	55.977	28.325	-0.046	-0.06	0.053
O	9.704	59.779	26.499	-0.115	0.087	0.032
O	15.339	61.764	28.892	-0.028	0.059	0.171
O	16.953	59.748	28.564	0.137	-0.13	0.089
O	13.87	61.46	31.3	-0.128	-0.275	0.198
O	13.853	66.293	31.315	0.306	-0.025	0.24
O	13.668	66.289	26.229	0.151	-0.015	-0.364
O	16.19	66.133	27.027	-0.144	-0.161	-0.236
O	1.574	5.667	28.824	-0.056	-0.098	0.122
O	1.69	1.22	28.797	0.149	0.059	-0.111
O	2.103	1.403	31.338	-0.065	-0.168	0.16
O	0.251	7.709	28.083	-0.097	0.073	-0.071
O	4.491	8.217	26.622	0.314	-0.186	-0.25
O	1.001	11.61	31.814	-0.189	0.28	0.096
O	-1.492	11.839	30.936	0.163	-0.245	0.062
O	0.934	15.896	30.439	-0.194	0.084	0.198
O	2.587	17.937	30.407	0.06	0.324	0.21
O	3.054	15.696	28.896	-0.07	-0.027	0.19
O	1.157	14.5	27.484	-0.275	0.215	0.093
O	-1.192	14.395	30.411	-0.035	-0.05	0.378
O	3.427	15.746	31.528	0.05	0.018	0.445
O	3.619	26.324	32.098	-0.22	0.098	0.334
O	0.759	22.619	31.096	-0.226	0.258	0.056
O	3.909	19.985	31.331	0.097	0.177	-0.083
O	5.765	25.882	30.686	-0.094	-0.028	0.182
O	-0.661	28.624	31.442	0.193	0.041	0.183
O	-0.732	31.116	31.988	0.068	0.03	0.071
O	4.555	28.224	30.495	0.215	-0.063	0.398
O	-2.837	34.441	25.837	-0.104	0.272	-0.264
O	-3.303	34.67	30.511	0.111	0.19	0.19
O	1.57	31.973	31.051	-0.215	0.279	0.337
O	2.78	27.625	28.472	0.078	0.171	-0.05
O	-0.441	40.161	31.775	0.106	0.121	0.375
O	-0.246	43.999	28.615	0.054	-0.009	-0.072
O	3.971	39.476	30.752	0.119	-0.139	0.352
O	2.891	37.751	29.06	-0.148	-0.131	0.194
O	-1.659	48.033	27.193	0.161	0.078	-0.194
O	1.545	48.414	30.708	0.177	-0.06	-0.036
O	3.413	46.738	29.962	0.105	0.162	0.194
O	0.862	45.927	30.151	0.069	0.113	0.081
O	4.241	45.519	27.761	0.033	0.139	-0.148
O	0.322	50.821	30.92	0.148	-0.084	0.108
O	-0.835	53.174	31.114	-0.052	-0.027	0.194
O	-0.127	52.344	28.716	-0.11	-0.002	0.079
O	3.502	50.773	30.873	0.245	0.03	0.177
O	-0.471	50.295	27.201	-0.143	-0.165	-0.142
O	-1.761	59.841	27.202	0.033	-0.148	-0.184
O	0.608	58.568	31.079	0.012	-0.052	0.207
O	4.349	55.504	28.643	-0.041	0.085	-0.058
O	1.774	52.851	30.411	0.073	-0.182	0.252
O	2.927	59.543	31.665	0.17	0.352	0.149
O	3.612	55.5	31.221	0.059	-0.007	0.416
O	7.854	5.095	31.052	0.111	-0.111	0.467
O	4.087	1.832	29.287	0.033	-0.258	0.216
O	6.261	-1.627	30.975	-0.373	-0.208	0.583
O	7.296	0.348	29.824	0.074	-0.201	-0.098
O	5.485	8.631	29.002	0.093	-0.22	0.248
O	7.226	6.62	28.931	-0.092	0.096	-0.013
O	8.695	5.263	25.903	0.015	-0.135	-0.193
O	5.069	12.156	29.555	0.299	-0.242	0.217
O	2.401	11.797	29.566	-0.384	0.182	0.059
O	7.641	8.864	27.535	-0.121	-0.129	0.062
O	7.47	12.666	30.458	0.16	-0.128	0.053
O	6.416	16.436	27.022	-0.268	-0.117	-0.203
O	8.331	17.712	31.176	0.082	0.067	0.05
O	11.424	21.902	26.382	-0.305	-0.017	-0.253
O	5.327	23.842	29	0.078	0.081	0.033
O	6.469	19.439	31.425	0.258	0.107	0.153
O	4.169	31.483	30.674	0.294	0.135	0.182
O	11.101	28.794	30.255	-0.036	0.026	0.353
O	2.452	32.075	28.58	0.032	0.009	0.251
O	6.093	35.659	29.031	-0.186	0.106	-0.053
O	5.646	40.677	32.389	0.156	0.04	0.037
O	6.791	42.372	30.755	0.088	-0.295	0.427
O	8.274	35.741	30.696	0.201	0.168	0.201
O	10.654	34.782	31.526	0.07	-0.084	0.266
O	7.151	49.474	30.169	-0.213	-0.214	0.497
O	6.897	45.012	30.37	-0.099	0.354	0.103
O	5.742	43.445	28.54	0.042	0.02	0.02
O	5.598	47.59	28.53	-0.172	-0.175	0.046
O	5.764	52.023	31.546	-0.103	-0.204	0.3
O	6.494	54.083	29.737	-0.135	-0.208	-0.035
O	9.316	49.481	31.56	0.215	-0.197	-0.05
O	8.845	51.151	28.76	0.146	0.011	0.097
O	8.395	58.304	28.147	-0.086	0.09	-0.059
O	5.501	63.015	33.286	-0.018	-0.123	0.378
O	3.263	57.682	29.746	0.2	0.037	-0.02
O	5.248	60.433	33.085	-0.014	0.177	-0.21
O	9.112	61.648	31.358	0.007	-0.068	0.298
O	8.482	4.399	28.561	-0.069	-0.006	-0.017
O	6.467	2.559	28.731	0.291	-0.098	0.155
O	13.457	-0.436	28.704	-0.001	0.083	-0.042
O	9.904	12.772	31.608	0.224	-0.02	0.28
O	8.757	10.486	32.018	0.244	0.144	0.203
O	12.537	6.041	29.539	0.156	0.177	0.288
O	14.444	5.033	31.338	0.021	-0.276	0.144
O	8.685	15.483	27.984	0.206	0.294	-0.099
O	12.588	20.636	31.095	-0.302	-0.029	0.024
O	10.677	18.945	31.494	-0.056	0.24	-0.112
O	14.902	16.803	31.309	-0.094	0.232	0.424
O	13.022	25.15	29.528	0.096	-0.028	0.138
O	10.888	25.221	31.722	0.242	-0.249	-0.046
O	13.857	22.822	30.357	0.169	-0.267	0.171
O	15.202	20.795	31.385	-0.162	-0.137	0.294
O	14.125	20.638	28.91	-0.111	0.115	0.193
O	13.509	27.736	29.348	0.213	-0.115	-0.045
O	9.575	28.842	34.077	0.059	-0.087	0.782
O	15.23	25.945	28.246	0.139	-0.114	0.089
O	14.196	23.511	27.814	-0.071	-0.026	-0.102
O	8.502	29.421	29.784	-0.048	0.101	0.196
O	11.096	35.333	26.323	-0.225	0.123	-0.145
O	14.591	34.188	28.3	0.129	0.215	-0.019
O	15.148	26.128	30.845	0.181	-0.155	0.219
O	11.786	41	29.077	0.225	0.166	0.197
O	11.342	39.64	31.318	-0.024	-0.23	0.235
O	12.643	35.943	28.222	-0.083	-0.141	-0.081
O	9.427	44.623	30.978	0.073	0.099	0.376
O	7.181	49.472	27.52	0.086	0.017	-0.077
O	12.79	42.538	30.986	0.212	0.043	0.65
O	13.792	43.751	33.098	-0.006	-0.061	0.186
O	11.444	54.59	26.976	-0.048	-0.116	0.047
O	9.762	53.714	28.802	-0.075	0.074	0.097
O	11.435	51.653	28.509	0.004	0.206	0.203
O	13.657	50.18	28.539	-0.016	0.12	0.002
O	12.268	60.166	26.266	0.068	-0.018	-0.038
O	13.694	54.928	31.454	0.053	0.015	0.095
O	12.479	57.109	30.699	-0.141	-0.159	0.229
O	14.103	63.856	30.715	-0.004	-0.221	0.099
O	11.578	62.749	31.499	-0.338	0.138	-0.111
O	12.866	60.901	28.849	0.182	-0.095	0.051
O	14.768	59.412	30.03	-0.103	-0.302	0.256
O	4.639	8.034	31.962	0.189	-0.036	-0.131
O	1.768	55.592	29.264	0.156	0.051	0.019

Results
total energy: -434288.841 eV
total energy less fixed offsets of O -438.04, Si -107.15 eV per atom: -0.321 eV
